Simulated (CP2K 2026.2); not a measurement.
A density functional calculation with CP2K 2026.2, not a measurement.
Periodic cell of 3024 atoms, Si2160O864, from a study of silicon, its oxide and their interface. The atomic structure is a simulated model.
Doubt: the forces sum to 9.55 eV/angstrom along one axis rather than to zero, so they err by at least 0.0032 eV/angstrom per atom on average; the grid cutoff is modest.

Settings
functional: PBE
method: Gaussian and plane waves
basis set: DZVP-MOLOPT-SR-GTH
pseudopotentials: GTH-PBE
grid cutoff: 300 Ry, relative cutoff 40 Ry
k points: Gamma only
occupations: fixed
spin: none
net charge: 0

Cell vectors (angstrom)
a	97.92	0	0
b	0	16.32	0
c	-0.4172	5.6046	33.1629

Atoms: element, x, y, z (angstrom)
Si	1.483	-1.678	0.213
Si	3.835	1.513	-0.006
Si	1.708	3.915	0.095
Si	4.103	6.984	-0.051
Si	0.827	-6.092	-0.041
Si	3.786	-3.742	0.097
Si	7.191	-1.657	0.056
Si	9.385	1.571	0.179
Si	7.121	3.757	0.069
Si	9.263	7.056	-0.012
Si	7.047	9.254	0.169
Si	-6.993	-3.852	0.079
Si	-3.665	-1.786	0.051
Si	-1.751	1.644	0.124
Si	-3.905	3.921	-0.05
Si	-1.653	7.163	0.026
Si	-3.87	-6.967	0.21
Si	-1.427	-3.981	0.426
Si	2.693	-0.021	1.356
Si	5.455	2.656	1.304
Si	2.843	5.513	1.351
Si	5.437	8.173	1.456
Si	2.593	-5.31	1.376
Si	5.446	-2.643	1.328
Si	8.219	-0.037	1.417
Si	-5.454	2.683	1.259
Si	8.166	5.443	1.33
Si	-5.475	8.148	1.397
Si	8.227	10.838	1.418
Si	-5.363	-2.769	1.39
Si	-2.761	-0.036	1.412
Si	-0.035	2.801	1.268
Si	-2.741	5.488	1.294
Si	-0.027	8.351	1.237
Si	-2.759	-5.459	1.601
Si	0.013	-2.699	1.689
Si	1.31	1.391	2.663
Si	4.153	4.089	2.7
Si	1.366	6.911	2.589
Si	4.011	9.59	2.683
Si	1.38	-4.073	2.946
Si	4.114	-1.302	2.742
Si	6.792	1.323	2.721
Si	9.541	4.145	2.752
Si	6.787	6.751	2.752
Si	9.549	9.506	2.799
Si	6.783	12.238	2.684
Si	-6.732	-1.357	2.714
Si	-4.15	1.331	2.715
Si	-1.355	4.155	2.672
Si	-4.108	6.768	2.727
Si	-1.325	-6.81	2.837
Si	-4.139	-4.099	2.873
Si	-1.372	-1.259	2.862
Si	0.018	0.086	4.15
Si	2.713	2.745	4.017
Si	0.017	5.522	4.008
Si	2.7	8.196	4.053
Si	0.002	-5.457	4.222
Si	2.781	-2.662	4.157
Si	5.447	0.024	4.129
Si	8.16	2.73	4.055
Si	5.458	5.413	4.127
Si	8.151	8.139	4.1
Si	5.41	10.912	4.062
Si	8.149	-2.733	4.08
Si	-5.453	0.002	4.137
Si	-2.722	2.734	4.017
Si	-5.429	5.404	4.101
Si	-2.733	8.126	4.11
Si	-5.476	-5.466	4.194
Si	-2.733	-2.696	4.153
Si	1.397	-1.291	16.321
Si	4.106	1.389	16.333
Si	1.389	4.089	16.349
Si	4.08	6.787	16.307
Si	1.363	-6.787	16.33
Si	4.114	-4.048	16.323
Si	6.829	-1.323	16.311
Si	-6.811	1.378	16.387
Si	6.832	4.082	16.296
Si	-6.784	6.822	16.418
Si	6.846	9.542	16.308
Si	-6.789	-4.041	16.353
Si	-4.055	-1.345	16.378
Si	-1.334	1.371	16.362
Si	-4.074	4.11	16.386
Si	-1.365	6.801	16.357
Si	-4.048	9.525	16.359
Si	-1.36	-4.07	16.365
Si	2.766	0.041	17.722
Si	5.466	2.761	17.672
Si	2.733	5.453	17.719
Si	5.475	8.146	17.603
Si	2.754	-5.43	17.653
Si	5.462	-2.652	17.674
Si	8.187	0.007	17.704
Si	-5.48	2.783	17.732
Si	8.194	5.417	17.666
Si	-5.373	8.174	17.753
Si	8.2	10.927	17.666
Si	-5.417	-2.71	17.729
Si	-2.716	0.045	17.735
Si	0.071	2.695	17.711
Si	-2.704	5.451	17.762
Si	-0.005	-8.151	17.69
Si	-2.72	-5.44	17.751
Si	0.006	-2.633	17.631
Si	1.46	1.402	19.131
Si	4.124	4.106	19.075
Si	1.349	6.828	19.057
Si	4.132	-6.841	18.965
Si	1.402	-3.977	18.916
Si	4.146	-1.289	19.088
Si	6.822	1.418	19.034
Si	-6.784	4.12	19.192
Si	6.801	6.778	18.967
Si	-6.68	9.644	19.045
Si	6.813	-4.012	19.008
Si	9.569	-1.398	19.027
Si	-4.138	1.417	19.053
Si	-1.299	4.038	19.037
Si	-4.072	6.78	19.182
Si	-1.368	-6.839	19.083
Si	-4.067	-4.053	19.117
Si	-1.312	-1.303	19.064
Si	0.095	0.033	20.448
Si	2.832	2.748	20.528
Si	0.05	5.38	20.402
Si	2.76	8.182	20.375
Si	0.018	-5.338	20.203
Si	2.789	-2.706	20.36
Si	5.483	0.103	20.459
Si	8.178	2.767	20.419
Si	5.45	5.519	20.428
Si	8.218	8.156	20.168
Si	5.463	-5.445	20.289
Si	8.195	-2.712	20.42
Si	-5.446	0.074	20.48
Si	-2.734	2.739	20.371
Si	-5.43	5.427	20.651
Si	-2.668	-8.199	20.548
Si	-5.362	-5.363	20.584
Si	-2.715	-2.658	20.409
Si	1.203	-1.632	21.698
Si	4.47	1.704	21.909
Si	1.673	4.352	21.785
Si	3.862	6.645	21.784
Si	1.604	-6.428	21.464
Si	3.887	-4.345	21.628
Si	7.07	-1.062	21.698
Si	-7.084	1.197	21.798
Si	6.648	3.997	21.739
Si	-6.62	7.178	21.722
Si	7.093	-6.623	21.464
Si	9.325	-4.37	21.671
Si	-3.783	-1.035	21.725
Si	-1.55	1.188	21.638
Si	-3.776	4.216	21.895
Si	-1.522	6.428	21.764
Si	-4.249	-7.033	21.859
Si	-1.116	-3.853	21.605
Si	1.711	6.826	-4.06
Si	-2.011	4.04	25.95
Si	4.008	-6.664	26.074
Si	6.821	-3.947	-4.088
Si	6.849	-5.573	-6.557
Si	-7.444	-0.955	25.859
Si	1.422	0.69	25.894
Si	-2.113	-6.987	-4.127
Si	4.435	-2.043	-4.382
Si	-5.55	-0.535	-2.2
Si	-3.897	-7.035	24.884
Si	-1.316	-3.796	24.583
Si	-3.736	7.124	-4.162
Si	0.003	2.739	23.935
Si	-6.723	-5.417	-4.471
Si	0.243	8.165	23.643
Si	-5.584	5.418	-2.307
Si	5.451	5.095	-2.101
Si	7.984	-1.486	-2.748
Si	6.572	5.212	-5.045
Si	2.22	7.158	25.628
Si	3.514	-1.338	-6.999
Si	5.839	-3.032	23.719
Si	0.074	2.129	-5.835
Si	-3.043	-4.083	-3.951
Si	-2.706	1.101	-6.995
Si	-9.383	1.624	-4.268
Si	-0.85	-1.813	-4.256
Si	-7.413	4.01	-4.391
Si	5.199	-5.599	-1.988
Si	3.018	6.816	-6.69
Si	-7.779	-3.849	24.714
Si	-4.828	-0.651	24.441
Si	-0.127	-0.017	-1.864
Si	2.63	4.42	-2.584
Si	-1.058	6.974	-2.964
Si	5.479	-7.919	23.864
Si	-7.379	-2.534	-3.848
Si	-5.139	-5.157	-2.087
Si	-2.959	-8.112	-6.697
Si	1.158	-1.979	24.651
Si	5.787	7.897	-6.334
Si	-4.097	-2.831	-6.38
Si	1.648	1.652	-3.409
Si	-5.146	2.237	23.993
Si	4.338	0.47	-3.015
Si	-1.145	-6.4	25.845
Si	7.576	7.271	25.938
Si	-8.6	7.836	23.942
Si	-4.83	0.024	-5.108
Si	-6.891	-6.624	25.885
Si	1.783	-2.962	-5.199
Si	4.164	1.586	25.01
Si	2.676	-7.375	-2.052
Si	1.377	-1.31	5.478
Si	4.058	1.396	5.435
Si	1.364	4.129	5.381
Si	4.066	6.817	5.415
Si	1.381	9.499	5.512
Si	4.109	12.262	5.488
Si	6.808	-1.361	5.458
Si	9.504	1.39	5.468
Si	6.82	4.064	5.467
Si	9.521	6.812	5.479
Si	6.774	9.527	5.419
Si	9.504	12.239	5.463
Si	-4.087	-1.343	5.503
Si	-1.374	1.425	5.46
Si	-4.058	4.06	5.446
Si	-1.35	6.793	5.454
Si	-4.072	-6.824	5.491
Si	-1.373	-4.061	5.51
Si	2.728	0.041	6.833
Si	5.432	2.728	6.811
Si	2.712	5.46	6.786
Si	5.425	8.171	6.791
Si	2.737	10.894	6.835
Si	5.463	-2.707	6.842
Si	8.159	0.009	6.816
Si	10.888	2.729	6.82
Si	8.168	5.438	6.823
Si	10.894	8.162	6.826
Si	8.142	10.873	6.804
Si	10.883	-2.726	6.816
Si	-2.712	0.032	6.828
Si	0.006	2.783	6.791
Si	-2.706	5.427	6.815
Si	-0.005	8.149	6.84
Si	-2.727	-5.439	6.851
Si	0.011	-2.69	6.83
Si	1.35	1.403	8.165
Si	4.074	4.103	8.157
Si	1.363	6.798	8.186
Si	4.091	9.528	8.183
Si	1.365	-4.064	8.184
Si	4.086	-1.34	8.18
Si	6.791	1.364	8.171
Si	9.533	4.087	8.18
Si	6.792	6.811	8.155
Si	9.52	9.526	8.164
Si	6.813	-4.079	8.186
Si	9.531	-1.351	8.168
Si	-4.073	1.366	8.203
Si	-1.349	4.095	8.193
Si	-4.063	6.785	8.189
Si	-1.355	-6.797	8.197
Si	-4.08	-4.077	8.211
Si	-1.353	-1.333	8.187
Si	0.005	0.031	9.54
Si	2.718	2.746	9.528
Si	0.003	5.453	9.555
Si	2.724	8.17	9.537
Si	0.007	-5.428	9.547
Si	2.725	-2.702	9.539
Si	5.444	0.01	9.54
Si	8.163	2.724	9.521
Si	5.434	5.457	9.521
Si	8.159	8.164	9.518
Si	5.447	-5.431	9.544
Si	8.178	-2.714	9.53
Si	-5.431	0.007	9.57
Si	-2.709	2.729	9.555
Si	-5.416	5.436	9.568
Si	-2.716	8.16	9.552
Si	-5.435	-5.441	9.567
Si	-2.711	-2.702	9.551
Si	1.365	-1.338	10.896
Si	4.079	1.377	10.882
Si	1.365	4.095	10.904
Si	4.083	6.813	10.896
Si	1.37	9.533	10.904
Si	4.083	-4.067	10.898
Si	6.812	-1.355	10.884
Si	9.532	1.365	10.874
Si	6.801	4.092	10.871
Si	9.523	6.804	10.875
Si	6.811	9.527	10.891
Si	9.538	-4.074	10.885
Si	-4.07	-1.352	10.926
Si	-1.355	1.37	10.918
Si	-4.061	4.083	10.93
Si	-1.356	6.81	10.917
Si	-4.071	9.521	10.919
Si	-1.352	-4.066	10.908
Si	2.727	0.021	12.253
Si	5.446	2.733	12.231
Si	2.725	5.453	12.26
Si	5.446	8.175	12.252
Si	2.727	10.896	12.268
Si	5.45	-2.705	12.246
Si	8.175	0.006	12.234
Si	10.9	2.715	12.232
Si	8.163	5.445	12.233
Si	10.892	8.161	12.222
Si	8.178	10.888	12.242
Si	10.904	-2.716	12.236
Si	-2.713	0.013	12.289
Si	0.003	2.741	12.266
Si	-2.711	5.452	12.288
Si	0.009	8.174	12.264
Si	-2.713	-5.427	12.271
Si	0.009	-2.701	12.262
Si	1.372	1.388	13.612
Si	4.095	4.087	13.601
Si	1.36	6.806	13.623
Si	4.093	9.535	13.623
Si	1.368	-4.056	13.628
Si	4.096	-1.338	13.606
Si	6.808	1.369	13.581
Si	9.529	4.078	13.578
Si	6.811	6.811	13.597
Si	9.545	9.522	13.587
Si	6.819	-4.064	13.594
Si	9.543	-1.349	13.587
Si	-4.064	1.374	13.665
Si	-1.351	4.091	13.643
Si	-4.075	6.812	13.649
Si	-1.346	9.536	13.624
Si	-4.076	-4.075	13.643
Si	-1.348	-1.354	13.637
Si	0.013	0.034	14.968
Si	2.739	2.739	14.972
Si	0.009	5.446	15.001
Si	2.721	8.167	14.97
Si	0.002	-5.418	14.986
Si	2.74	-2.689	14.974
Si	5.457	0.028	14.96
Si	8.175	2.712	14.938
Si	5.458	5.444	14.953
Si	8.184	8.168	14.945
Si	5.47	10.905	14.964
Si	8.177	-2.694	14.944
Si	-5.429	0.019	15.031
Si	-2.707	2.745	15.023
Si	-5.435	5.466	15.028
Si	-2.698	8.175	14.987
Si	-5.431	-5.434	15.015
Si	-2.716	-2.713	15
Si	17.862	-1.69	0.127
Si	20.119	1.462	-0.029
Si	17.963	3.814	0.137
Si	20.283	6.976	0.226
Si	18.048	9.213	0.089
Si	20.132	-3.818	0.082
Si	23.446	-1.674	0.018
Si	25.655	1.599	-0.054
Si	23.363	3.771	-0.049
Si	25.543	7.015	-0.078
Si	23.277	9.196	0.013
Si	9.445	12.41	0.187
Si	12.48	-1.533	0.128
Si	14.621	1.641	0.085
Si	12.424	3.882	0.06
Si	14.7	7.144	0.094
Si	12.35	9.281	0.06
Si	14.64	12.468	0.043
Si	19.027	-0.075	1.365
Si	21.759	2.626	1.248
Si	19.095	5.378	1.449
Si	21.813	8.144	1.504
Si	19.08	-5.458	1.404
Si	21.749	-2.681	1.324
Si	24.53	-0.008	1.288
Si	10.92	2.753	1.465
Si	24.46	5.408	1.271
Si	10.825	8.13	1.389
Si	24.473	10.777	1.322
Si	10.94	-2.691	1.477
Si	13.579	0.048	1.445
Si	16.269	2.746	1.345
Si	13.603	5.467	1.34
Si	16.346	8.199	1.368
Si	13.525	10.882	1.358
Si	16.295	-2.836	1.395
Si	17.642	1.326	2.68
Si	20.483	4.006	2.72
Si	17.671	6.771	2.728
Si	20.458	9.555	2.788
Si	17.66	-4.162	2.765
Si	20.432	-1.35	2.74
Si	23.113	1.301	2.652
Si	25.876	4.104	2.642
Si	23.149	6.708	2.753
Si	25.836	9.476	2.723
Si	23.106	12.202	2.653
Si	9.566	-1.344	2.81
Si	12.221	1.357	2.822
Si	14.97	4.13	2.729
Si	12.211	6.772	2.723
Si	14.974	9.567	2.712
Si	12.24	12.212	2.8
Si	14.99	-1.361	2.724
Si	16.335	-0.014	4.096
Si	19.047	2.676	4.036
Si	16.328	5.444	4.114
Si	19.055	8.147	4.067
Si	16.313	-5.467	4.146
Si	19.051	-2.744	4.059
Si	21.784	-0.006	4.091
Si	24.494	2.708	3.983
Si	21.788	5.376	4.108
Si	24.499	8.111	4.083
Si	21.8	10.906	4.121
Si	24.469	-2.735	4.025
Si	10.884	0.01	4.181
Si	13.624	2.741	4.097
Si	10.888	5.456	4.139
Si	13.605	8.161	4.044
Si	10.888	10.865	4.156
Si	13.625	-2.719	4.098
Si	17.732	-1.35	16.32
Si	20.437	1.362	16.351
Si	17.724	4.052	16.298
Si	20.431	6.745	16.294
Si	17.709	-6.801	16.279
Si	20.431	-4.08	16.309
Si	23.163	-1.363	16.333
Si	9.527	1.352	16.307
Si	23.147	4.052	16.349
Si	9.536	6.8	16.301
Si	23.163	9.503	16.3
Si	9.541	-4.064	16.279
Si	12.273	-1.367	16.311
Si	14.997	1.327	16.277
Si	12.245	4.063	16.257
Si	14.971	6.782	16.253
Si	12.29	9.522	16.279
Si	14.998	-4.083	16.312
Si	19.096	-0.011	17.718
Si	21.77	2.733	17.736
Si	19.065	5.409	17.676
Si	21.825	8.087	17.613
Si	19.076	-5.456	17.648
Si	21.778	-2.709	17.678
Si	24.533	-0.027	17.716
Si	10.88	2.732	17.635
Si	24.5	5.392	17.736
Si	10.933	8.158	17.615
Si	24.507	10.892	17.652
Si	10.908	-2.741	17.65
Si	13.618	0.017	17.658
Si	16.4	2.636	17.625
Si	13.622	5.397	17.59
Si	16.313	8.163	17.59
Si	13.633	10.875	17.669
Si	16.361	-2.705	17.653
Si	17.756	1.35	19.086
Si	20.391	4.091	19.133
Si	17.648	6.806	18.93
Si	20.46	-6.889	18.92
Si	17.73	-4.065	18.999
Si	20.465	-1.355	19.096
Si	23.154	1.345	19.051
Si	9.561	4.073	19.048
Si	23.112	6.751	19.065
Si	9.632	9.574	18.965
Si	23.124	-4.081	19.009
Si	25.938	-1.399	19.054
Si	12.217	1.38	18.993
Si	14.984	3.977	18.879
Si	12.262	6.741	18.952
Si	14.981	9.478	19.001
Si	12.272	-4.08	19.026
Si	15.003	-1.324	19.001
Si	16.377	0.004	20.408
Si	19.072	2.672	20.542
Si	16.324	5.335	20.182
Si	19.024	8.159	20.263
Si	16.332	10.873	20.309
Si	19.129	-2.752	20.423
Si	21.834	-0.006	20.476
Si	24.504	2.693	20.438
Si	21.697	5.522	20.53
Si	24.586	8.111	20.26
Si	21.806	-5.564	20.289
Si	24.523	-2.746	20.367
Si	10.886	0.01	20.372
Si	13.622	2.718	20.308
Si	10.935	5.412	20.4
Si	13.641	8.056	20.312
Si	11.009	10.867	20.448
Si	13.59	-2.662	20.332
Si	17.481	-1.641	21.68
Si	20.763	1.589	21.845
Si	17.784	4.288	21.676
Si	19.944	6.635	21.782
Si	17.972	9.789	21.563
Si	20.276	-4.432	21.62
Si	23.447	-1.179	21.734
Si	9.296	1.138	21.688
Si	22.917	3.899	21.692
Si	9.712	7.049	21.55
Si	23.41	-6.72	21.567
Si	25.58	-4.379	21.672
Si	12.526	-1.049	21.678
Si	14.765	1.181	21.646
Si	12.55	4.268	21.704
Si	14.793	6.416	21.533
Si	12.077	9.124	21.668
Si	15.163	-3.851	21.544
Si	17.691	6.954	-4.106
Si	14.557	-1.829	-6.947
Si	20.255	-6.551	26.003
Si	23.012	-3.938	-4.203
Si	23.326	-5.676	-6.631
Si	9	-1.284	25.8
Si	17.774	0.916	25.853
Si	13.734	-7.318	-4.152
Si	20.607	-2.111	-4.513
Si	10.684	-0.199	-2.055
Si	12.451	-7.319	24.67
Si	15.008	-3.868	24.515
Si	11.8	5.445	-5.101
Si	16.136	2.85	23.963
Si	11.08	-5.942	-4.943
Si	16.587	7.915	23.675
Si	10.592	5.265	-2.203
Si	21.463	5.213	-2.036
Si	24.254	-1.571	-2.749
Si	22.419	5.319	-4.916
Si	19.293	7.109	24.671
Si	20.447	4.393	25.836
Si	22.287	-3.262	23.791
Si	15.787	2.429	-5.347
Si	14.139	-4.557	-2.79
Si	13.377	1.014	-6.748
Si	7.088	1.07	-4.22
Si	15.59	-2.147	-4.071
Si	8.859	3.389	-3.848
Si	21.385	-5.672	-2.126
Si	19.199	6.886	-6.743
Si	8.59	-4.036	24.416
Si	11.58	-0.93	24.564
Si	16.263	0.002	-2.04
Si	18.652	4.522	-2.565
Si	14.891	6.459	-2.821
Si	22.572	-7.558	24.497
Si	11.544	1.788	-4.217
Si	11.184	-5.193	-2.135
Si	13.285	7.777	-6.633
Si	17.3	-1.807	24.659
Si	21.963	7.914	-6.397
Si	11.988	1.552	26.016
Si	18.105	1.788	-3.806
Si	10.648	3.031	23.814
Si	20.803	0.6	-3.06
Si	15.14	-6.504	25.612
Si	22.864	6.17	25.872
Si	8.475	5.354	23.825
Si	13.706	3.735	-3.742
Si	9.627	-6.569	25.85
Si	18.105	-3.84	-4.319
Si	20.601	1.396	24.889
Si	18.478	-6.562	-2.809
Si	17.708	-1.376	5.435
Si	20.406	1.346	5.429
Si	17.71	4.056	5.419
Si	20.415	6.774	5.423
Si	17.698	9.485	5.457
Si	20.41	12.243	5.451
Si	23.133	-1.387	5.424
Si	25.834	1.379	5.408
Si	23.166	4.032	5.426
Si	25.881	6.778	5.425
Si	23.146	9.496	5.436
Si	25.813	12.237	5.429
Si	12.264	-1.372	5.476
Si	14.979	1.361	5.443
Si	12.256	4.083	5.467
Si	14.957	6.81	5.44
Si	12.27	9.502	5.464
Si	14.973	-4.073	5.473
Si	19.063	-0.017	6.797
Si	21.78	2.698	6.784
Si	19.06	5.419	6.788
Si	21.774	8.14	6.785
Si	19.059	10.864	6.8
Si	21.772	-2.723	6.804
Si	24.495	-0.009	6.77
Si	27.207	2.723	6.77
Si	24.511	5.416	6.777
Si	27.215	8.143	6.798
Si	24.484	10.867	6.802
Si	27.205	-2.721	6.765
Si	13.624	0.002	6.813
Si	16.349	2.712	6.796
Si	13.615	5.447	6.814
Si	16.331	8.142	6.812
Si	13.618	-5.446	6.82
Si	16.351	-2.722	6.812
Si	17.706	1.349	8.154
Si	20.428	4.067	8.145
Si	17.7	6.777	8.155
Si	20.424	9.504	8.153
Si	17.706	-4.093	8.162
Si	20.42	-1.367	8.164
Si	23.133	1.337	8.142
Si	25.86	4.071	8.149
Si	23.143	6.78	8.135
Si	25.854	9.51	8.151
Si	23.127	-4.093	8.159
Si	25.854	-1.364	8.136
Si	12.255	1.359	8.164
Si	14.987	4.076	8.154
Si	12.253	6.797	8.178
Si	14.985	-6.806	8.17
Si	12.247	-4.087	8.168
Si	14.989	-1.359	8.165
Si	16.35	-0.004	9.522
Si	19.071	2.708	9.508
Si	16.346	5.425	9.521
Si	19.064	8.142	9.509
Si	16.348	-5.45	9.522
Si	19.066	-2.734	9.519
Si	21.783	-0.013	9.516
Si	24.493	2.705	9.495
Si	21.786	5.427	9.504
Si	24.494	8.144	9.504
Si	21.777	-5.455	9.521
Si	24.496	-2.727	9.503
Si	10.896	0.002	9.524
Si	13.624	2.717	9.515
Si	10.895	5.44	9.536
Si	13.622	8.157	9.525
Si	10.886	-5.44	9.524
Si	13.62	-2.723	9.512
Si	17.711	-1.367	10.875
Si	20.428	1.348	10.871
Si	17.713	4.065	10.871
Si	20.429	6.785	10.868
Si	17.714	9.508	10.873
Si	20.424	-4.091	10.881
Si	23.14	-1.373	10.872
Si	25.845	1.351	10.862
Si	23.141	4.065	10.862
Si	25.848	6.789	10.874
Si	23.143	9.504	10.874
Si	25.85	-4.087	10.869
Si	12.262	-1.362	10.873
Si	14.985	1.354	10.874
Si	12.264	4.074	10.878
Si	14.987	6.792	10.875
Si	12.256	9.52	10.872
Si	14.983	-4.085	10.866
Si	19.076	-0.012	12.234
Si	21.793	2.702	12.227
Si	19.077	5.421	12.23
Si	21.785	8.144	12.235
Si	19.068	10.867	12.241
Si	21.784	-2.728	12.237
Si	24.492	-0.007	12.229
Si	27.195	2.712	12.227
Si	24.493	5.422	12.23
Si	27.212	8.152	12.226
Si	24.502	10.866	12.235
Si	27.207	-2.727	12.23
Si	13.627	-0.01	12.231
Si	16.353	2.707	12.228
Si	13.626	5.433	12.231
Si	16.355	8.147	12.227
Si	13.622	-5.44	12.224
Si	16.348	-2.73	12.222
Si	17.715	1.347	13.587
Si	20.439	4.054	13.587
Si	17.715	6.783	13.583
Si	20.431	9.505	13.597
Si	17.711	-4.078	13.587
Si	20.439	-1.359	13.605
Si	23.145	1.349	13.604
Si	25.839	4.062	13.6
Si	23.143	6.781	13.595
Si	25.867	9.506	13.595
Si	23.141	-4.093	13.591
Si	25.848	-1.362	13.586
Si	12.262	1.347	13.587
Si	14.991	4.068	13.58
Si	12.253	6.799	13.571
Si	14.995	9.52	13.569
Si	12.268	-4.079	13.587
Si	14.991	-1.378	13.583
Si	16.361	-0.026	14.933
Si	19.085	2.695	14.95
Si	16.36	5.416	14.937
Si	19.075	8.134	14.949
Si	16.347	-5.438	14.934
Si	19.074	-2.72	14.951
Si	21.795	0.001	14.981
Si	24.501	2.696	14.981
Si	21.802	5.4	14.951
Si	24.512	8.138	14.95
Si	21.789	10.868	14.957
Si	24.494	-2.722	14.943
Si	10.904	-0.005	14.957
Si	13.633	2.704	14.931
Si	10.887	5.443	14.926
Si	13.627	8.16	14.908
Si	10.908	10.881	14.94
Si	13.631	-2.728	14.951
Si	34.262	-1.553	-0.02
Si	36.545	1.551	0.136
Si	34.369	3.858	0.062
Si	36.56	7.023	0.322
Si	34.361	9.291	0.081
Si	36.475	-3.77	0.063
Si	39.579	-1.52	0.131
Si	41.895	1.665	0.064
Si	39.635	3.852	0.028
Si	41.836	6.989	0.042
Si	39.623	9.177	0.178
Si	25.699	12.387	0.159
Si	28.751	-1.53	0.163
Si	31.011	1.635	-0.09
Si	28.783	3.863	-0.134
Si	31.141	7.263	0.021
Si	28.749	9.323	0.171
Si	30.929	12.474	0.154
Si	35.362	-0.028	1.389
Si	38.091	2.739	1.41
Si	35.374	5.417	1.498
Si	38.112	8.153	1.616
Si	35.399	-5.39	1.391
Si	38.016	-2.662	1.429
Si	40.785	0.056	1.373
Si	27.234	2.747	1.271
Si	40.736	5.427	1.388
Si	27.133	8.103	1.321
Si	40.803	10.849	1.337
Si	27.205	-2.712	1.462
Si	29.938	0.083	1.344
Si	32.626	2.766	1.227
Si	29.989	5.474	1.139
Si	32.691	8.276	1.414
Si	29.874	10.893	1.5
Si	32.661	-2.716	1.283
Si	33.945	1.368	2.654
Si	36.762	4.084	2.81
Si	33.969	6.812	2.763
Si	36.746	9.611	2.817
Si	33.971	-4.073	2.718
Si	36.702	-1.321	2.807
Si	39.419	1.363	2.765
Si	42.165	4.12	2.731
Si	39.438	6.725	2.861
Si	42.155	9.528	2.739
Si	39.411	12.227	2.703
Si	25.852	-1.315	2.74
Si	28.538	1.387	2.691
Si	31.297	4.143	2.611
Si	28.571	6.739	2.603
Si	31.318	9.58	2.795
Si	28.517	12.235	2.827
Si	31.32	-1.316	2.665
Si	32.639	0.02	4.071
Si	35.333	2.699	4.059
Si	32.606	5.446	4.081
Si	35.356	8.188	4.095
Si	32.654	-5.395	4.145
Si	35.33	-2.713	4.099
Si	38.07	0.024	4.143
Si	40.803	2.737	4.087
Si	38.075	5.414	4.209
Si	40.809	8.161	4.118
Si	38.1	10.934	4.163
Si	40.777	-2.7	4.056
Si	27.214	0.031	4.085
Si	29.933	2.764	3.999
Si	27.233	5.429	4.036
Si	29.907	8.131	4.016
Si	27.162	10.842	4.117
Si	29.945	-2.679	4.057
Si	34.021	-1.398	16.276
Si	36.716	1.332	16.291
Si	34	4.093	16.294
Si	36.707	6.829	16.265
Si	33.994	-6.779	16.302
Si	36.713	-4.079	16.346
Si	39.41	-1.369	16.36
Si	25.87	1.351	16.353
Si	39.462	4.068	16.301
Si	25.837	6.779	16.349
Si	39.445	9.512	16.36
Si	25.857	-4.082	16.287
Si	28.565	-1.359	16.298
Si	31.255	1.372	16.243
Si	28.544	4.08	16.307
Si	31.287	6.795	16.319
Si	28.6	9.504	16.318
Si	31.276	-4.138	16.286
Si	35.382	-0.057	17.647
Si	38.085	2.705	17.608
Si	35.325	5.526	17.619
Si	38.079	8.112	17.671
Si	35.382	-5.477	17.691
Si	38.027	-2.694	17.736
Si	40.736	-0.024	17.763
Si	27.228	2.726	17.717
Si	40.783	5.401	17.73
Si	27.24	8.143	17.659
Si	40.78	10.889	17.739
Si	27.228	-2.745	17.646
Si	29.901	0.049	17.623
Si	32.627	2.697	17.593
Si	29.911	5.425	17.656
Si	32.62	8.207	17.66
Si	29.944	10.853	17.718
Si	32.681	-2.807	17.589
Si	33.982	1.307	18.904
Si	36.751	4.157	18.852
Si	33.989	6.901	19.017
Si	36.751	-6.867	19.043
Si	34.014	-4.125	19.037
Si	36.669	-1.356	19.154
Si	39.289	1.332	19.09
Si	25.892	4.07	19.126
Si	39.388	6.736	19.061
Si	25.909	9.551	18.976
Si	39.374	-4.068	19.073
Si	42.151	-1.423	19.066
Si	28.595	1.387	19.093
Si	31.28	4.034	18.961
Si	28.584	6.791	19.052
Si	31.285	9.494	19.12
Si	28.572	-4.079	19.035
Si	31.3	-1.39	18.807
Si	32.687	-0.157	20.191
Si	35.285	2.849	20.043
Si	32.514	5.547	20.226
Si	35.415	8.142	20.466
Si	32.702	10.827	20.446
Si	35.332	-2.785	20.475
Si	37.86	0.108	20.588
Si	40.637	2.652	20.482
Si	38.034	5.365	20.423
Si	40.756	8.106	20.349
Si	38.068	-5.5	20.421
Si	40.719	-2.707	20.439
Si	27.265	-0.016	20.458
Si	30.049	2.693	20.457
Si	27.299	5.416	20.481
Si	29.879	8.161	20.49
Si	27.246	10.886	20.426
Si	29.96	-2.636	20.234
Si	33.687	-1.657	21.724
Si	36.489	1.834	21.711
Si	34.091	4.358	21.343
Si	36.421	6.415	21.759
Si	34.313	9.706	21.806
Si	36.496	-4.386	21.75
Si	39.586	-1.059	21.727
Si	25.632	1.079	21.759
Si	38.999	3.734	21.828
Si	26.133	7.077	21.677
Si	39.651	-6.68	21.7
Si	41.797	-4.325	21.797
Si	28.95	-1.106	21.717
Si	31.27	0.99	21.582
Si	28.901	4.246	21.796
Si	31.025	6.537	21.737
Si	28.308	9.33	21.827
Si	31.475	-3.818	21.506
Si	34.153	7.142	-4.163
Si	30.753	-2.938	-6.613
Si	37.212	4.817	-6.918
Si	39.52	-4.057	-3.758
Si	39.505	-4.83	-6.686
Si	25.575	-1.505	25.983
Si	33.829	-1.092	24.744
Si	30.918	-0.307	25.811
Si	37.3	-1.954	-4.184
Si	27.668	-0.567	-5.106
Si	30.233	-5.562	23.733
Si	29.372	3.668	-5.979
Si	29.224	5.838	-4.153
Si	33.682	2.158	23.208
Si	27.383	-6.059	-4.878
Si	32.405	-7.889	23.821
Si	26.96	5.297	-2.367
Si	37.852	5.36	-2.031
Si	42.094	-2.878	-2.399
Si	39.006	6.324	-4.754
Si	37.312	6.247	24.814
Si	36.497	2.049	-5.976
Si	38.425	-3.038	23.856
Si	34.642	1.597	25.853
Si	30.355	-4.094	-2.65
Si	27.681	1.475	-7.001
Si	23.604	1.054	-4.253
Si	32.835	0.238	-2.278
Si	25.087	3.672	-4.302
Si	37.756	-5.758	-1.996
Si	35.528	7.342	-6.823
Si	25.063	-4.201	24.521
Si	28.254	-1.727	24.671
Si	32.025	-2.092	-3.96
Si	35.066	4.675	-2.721
Si	31.45	7.267	-2.935
Si	38.975	-7.534	24.656
Si	26.93	-0.366	-2.105
Si	27.528	-5.176	-2.064
Si	30.508	-6.481	-4.501
Si	28.898	-4.443	26.103
Si	38.115	-7.616	-6.39
Si	27.843	-3.316	-6.182
Si	34.048	2.202	-4.25
Si	26.966	2.958	23.891
Si	38.16	0.12	-2.186
Si	29.947	-0.2	-6.98
Si	41.245	-0.036	-6.154
Si	24.768	5.246	23.799
Si	31.958	2.158	-6.573
Si	25.378	-6.995	25.852
Si	34.633	-3.65	-4.235
Si	37.321	3.309	25.945
Si	34.928	-6.476	-2.793
Si	33.985	-1.34	5.448
Si	36.689	1.374	5.467
Si	33.986	4.078	5.418
Si	36.701	6.823	5.477
Si	34.004	9.532	5.47
Si	36.703	12.274	5.48
Si	39.432	-1.361	5.459
Si	42.149	1.401	5.478
Si	39.457	4.057	5.503
Si	42.168	6.814	5.477
Si	39.444	9.524	5.472
Si	42.132	12.262	5.437
Si	28.576	-1.339	5.425
Si	31.267	1.39	5.396
Si	28.576	4.078	5.407
Si	31.248	6.801	5.428
Si	28.564	9.486	5.419
Si	31.274	-4.035	5.455
Si	35.347	0.004	6.819
Si	38.065	2.714	6.834
Si	35.337	5.44	6.8
Si	38.076	8.171	6.826
Si	35.362	10.889	6.828
Si	38.069	-2.698	6.832
Si	40.795	0.006	6.812
Si	43.52	2.745	6.821
Si	40.806	5.448	6.832
Si	43.52	8.171	6.827
Si	40.797	10.895	6.816
Si	43.506	-2.708	6.793
Si	29.924	0.026	6.781
Si	32.629	2.723	6.782
Si	29.911	5.435	6.793
Si	32.622	8.159	6.789
Si	29.915	-5.443	6.772
Si	32.635	-2.694	6.818
Si	33.983	1.37	8.159
Si	36.707	4.093	8.17
Si	33.979	6.798	8.156
Si	36.72	9.528	8.182
Si	33.994	-4.067	8.168
Si	36.712	-1.343	8.183
Si	39.43	1.352	8.182
Si	42.163	4.093	8.188
Si	39.434	6.806	8.179
Si	42.154	9.535	8.175
Si	39.431	-4.073	8.174
Si	42.157	-1.353	8.167
Si	28.556	1.365	8.144
Si	31.275	4.077	8.149
Si	28.562	6.789	8.161
Si	31.275	-6.793	8.145
Si	28.555	-4.086	8.133
Si	31.271	-1.335	8.159
Si	32.633	0.011	9.524
Si	35.35	2.724	9.521
Si	32.63	5.433	9.515
Si	35.353	8.153	9.514
Si	32.636	-5.44	9.51
Si	35.356	-2.713	9.529
Si	38.076	0.001	9.545
Si	40.795	2.721	9.531
Si	38.072	5.445	9.533
Si	40.795	8.17	9.532
Si	38.081	-5.436	9.536
Si	40.797	-2.716	9.526
Si	27.206	-0.006	9.504
Si	29.915	2.718	9.51
Si	27.205	5.43	9.517
Si	29.921	8.162	9.504
Si	27.207	-5.444	9.507
Si	29.914	-2.722	9.496
Si	33.995	-1.351	10.879
Si	36.71	1.365	10.885
Si	33.993	4.081	10.881
Si	36.714	6.805	10.889
Si	33.999	9.518	10.866
Si	36.72	-4.073	10.88
Si	39.441	-1.364	10.891
Si	42.153	1.363	10.895
Si	39.434	4.082	10.888
Si	42.148	6.807	10.894
Si	39.438	9.525	10.897
Si	42.146	-4.074	10.899
Si	28.561	-1.367	10.866
Si	31.271	1.362	10.879
Si	28.559	4.073	10.875
Si	31.271	6.798	10.863
Si	28.564	9.517	10.866
Si	31.274	-4.081	10.861
Si	35.358	-0.001	12.243
Si	38.075	2.718	12.242
Si	35.358	5.437	12.241
Si	38.076	8.166	12.251
Si	35.361	10.88	12.223
Si	38.086	-2.729	12.244
Si	40.797	-0.004	12.251
Si	43.513	2.718	12.259
Si	40.792	5.441	12.252
Si	43.502	8.166	12.253
Si	40.794	10.88	12.264
Si	43.496	-2.713	12.264
Si	29.917	-0.01	12.232
Si	32.632	2.721	12.236
Si	29.911	5.445	12.226
Si	32.641	8.15	12.212
Si	29.923	-5.444	12.225
Si	32.635	-2.723	12.22
Si	33.991	1.358	13.594
Si	36.719	4.074	13.599
Si	33.996	6.805	13.585
Si	36.723	9.543	13.599
Si	33.997	-4.085	13.571
Si	36.727	-1.37	13.589
Si	39.435	1.355	13.598
Si	42.156	4.082	13.612
Si	39.434	6.802	13.611
Si	42.146	9.512	13.625
Si	39.434	-4.083	13.625
Si	42.137	-1.359	13.634
Si	28.55	1.352	13.581
Si	31.272	4.093	13.58
Si	28.555	6.793	13.6
Si	31.283	9.499	13.568
Si	28.567	-4.087	13.589
Si	31.28	-1.376	13.586
Si	32.64	-0.019	14.942
Si	35.356	2.712	14.952
Si	32.635	5.445	14.941
Si	35.347	8.186	14.929
Si	32.639	-5.457	14.913
Si	35.375	-2.748	14.929
Si	38.086	-0.017	14.952
Si	40.803	2.704	14.954
Si	38.078	5.432	14.958
Si	40.79	8.149	14.992
Si	38.084	10.879	14.994
Si	40.779	-2.722	14.996
Si	27.199	-0.004	14.952
Si	29.897	2.738	14.917
Si	27.182	5.434	14.957
Si	29.936	8.148	14.944
Si	27.228	10.864	14.958
Si	29.927	-2.733	14.954
Si	50.517	-1.637	0.106
Si	52.845	1.518	0.138
Si	50.6	3.789	0.017
Si	52.847	7.007	0.136
Si	50.565	9.231	0.047
Si	52.808	-3.732	0.047
Si	55.918	-1.414	0.012
Si	58.166	1.801	0.115
Si	55.843	3.907	0.015
Si	-39.759	7.098	-0.009
Si	-41.937	9.342	0.045
Si	41.907	12.611	0.236
Si	45.06	-1.577	0.044
Si	47.267	1.597	-0.12
Si	45.002	3.819	-0.124
Si	47.293	7.156	0.022
Si	44.934	9.271	0.031
Si	47.23	12.436	-0.098
Si	51.651	-0.045	1.402
Si	54.368	2.74	1.422
Si	51.659	5.411	1.366
Si	-43.518	8.223	1.392
Si	51.673	-5.41	1.292
Si	54.364	-2.59	1.358
Si	57.078	0.121	1.355
Si	43.503	2.754	1.358
Si	-40.901	5.51	1.309
Si	43.433	8.104	1.369
Si	-40.771	10.994	1.252
Si	43.508	-2.616	1.496
Si	46.221	0.021	1.301
Si	48.877	2.729	1.214
Si	46.16	5.447	1.194
Si	48.885	8.232	1.351
Si	46.108	10.9	1.287
Si	48.879	-2.815	1.281
Si	50.225	1.363	2.647
Si	53.011	4.106	2.76
Si	50.249	6.802	2.669
Si	-44.89	9.598	2.704
Si	50.25	-4.126	2.679
Si	53.031	-1.309	2.79
Si	55.717	1.397	2.772
Si	-39.506	4.223	2.738
Si	-42.217	6.826	2.739
Si	-39.44	9.628	2.655
Si	-42.196	12.287	2.649
Si	42.147	-1.246	2.79
Si	44.842	1.349	2.692
Si	47.561	4.129	2.598
Si	44.824	6.743	2.673
Si	47.531	9.602	2.686
Si	44.827	12.235	2.747
Si	47.599	-1.35	2.648
Si	48.921	0.004	4.049
Si	51.604	2.721	4.037
Si	48.899	5.453	4.033
Si	-46.285	8.189	4.011
Si	48.905	-5.427	4.087
Si	51.622	-2.725	4.039
Si	54.367	0.049	4.141
Si	-40.836	2.794	4.084
Si	-43.566	5.478	4.111
Si	-40.816	8.232	4.018
Si	-43.538	10.944	4.06
Si	-40.846	-2.665	4.034
Si	43.516	0.059	4.139
Si	46.224	2.745	4
Si	43.506	5.448	4.112
Si	46.192	8.161	4.006
Si	43.493	10.878	4.114
Si	46.227	-2.697	4.039
Si	50.288	-1.336	16.331
Si	52.994	1.384	16.309
Si	50.298	4.096	16.311
Si	-44.931	6.795	16.276
Si	50.245	-6.793	16.303
Si	52.987	-4.061	16.306
Si	55.728	-1.335	16.286
Si	42.096	1.345	16.38
Si	-42.193	4.09	16.287
Si	42.135	6.793	16.377
Si	-42.187	9.542	16.297
Si	42.132	-4.097	16.348
Si	44.847	-1.375	16.366
Si	47.57	1.362	16.339
Si	44.823	4.081	16.368
Si	47.543	6.799	16.33
Si	44.853	9.519	16.36
Si	47.538	-4.087	16.358
Si	51.65	0.032	17.698
Si	54.348	2.759	17.649
Si	51.634	5.472	17.677
Si	-43.548	8.139	17.6
Si	51.626	-5.451	17.64
Si	54.343	-2.663	17.634
Si	57.087	-0.009	17.679
Si	43.434	2.732	17.73
Si	-40.834	5.427	17.667
Si	43.499	8.164	17.728
Si	-40.845	10.925	17.661
Si	43.5	-2.772	17.719
Si	46.191	0.021	17.705
Si	48.972	2.712	17.668
Si	46.201	5.438	17.714
Si	48.871	8.187	17.68
Si	46.186	10.87	17.76
Si	48.914	-2.704	17.665
Si	50.331	1.405	19.086
Si	53.011	4.127	19.039
Si	50.257	6.861	19.008
Si	53.008	-6.849	18.94
Si	50.258	-4.096	18.99
Si	53.021	-1.319	19.047
Si	55.694	1.377	18.984
Si	42.071	4.034	19.165
Si	-42.221	6.789	18.984
Si	42.158	9.537	19.104
Si	55.673	-4.016	18.986
Si	58.448	-1.404	19.043
Si	44.815	1.392	19.058
Si	47.623	4.066	19.003
Si	44.821	6.77	19.1
Si	47.501	9.467	19.121
Si	44.827	-4.109	19.152
Si	47.575	-1.333	19.034
Si	48.948	0.043	20.398
Si	51.674	2.79	20.46
Si	48.936	5.472	20.35
Si	51.656	8.179	20.363
Si	48.91	10.842	20.381
Si	51.666	-2.742	20.319
Si	54.343	0.077	20.42
Si	57.07	2.708	20.342
Si	54.354	5.502	20.424
Si	-40.818	8.154	20.234
Si	54.323	-5.453	20.257
Si	57.008	-2.688	20.404
Si	43.494	-0.029	20.406
Si	46.247	2.745	20.361
Si	43.476	5.391	20.497
Si	46.146	8.109	20.54
Si	43.495	10.869	20.595
Si	46.213	-2.698	20.414
Si	50.072	-1.621	21.587
Si	53.308	1.716	21.776
Si	50.521	4.419	21.706
Si	52.752	6.636	21.758
Si	50.534	9.762	21.673
Si	52.757	-4.361	21.606
Si	55.897	-1.068	21.735
Si	41.874	1.07	21.688
Si	55.561	3.924	21.661
Si	42.205	6.929	21.741
Si	55.918	-6.621	21.482
Si	58.061	-4.305	21.74
Si	45.167	-1.058	21.716
Si	47.389	1.214	21.713
Si	45.17	4.297	21.733
Si	47.384	6.517	21.764
Si	44.485	9.13	21.905
Si	47.794	-3.879	21.663
Si	-46.746	-8.114	-5.162
Si	47.451	-1.844	-6.935
Si	-45.252	-6.588	25.982
Si	-42.33	-4.198	-4.032
Si	-42.168	-5.293	-6.827
Si	41.54	-0.889	25.691
Si	-47.374	0.938	25.872
Si	48.38	-7.368	-4.667
Si	-44.42	-2	-4.224
Si	43.143	-0.217	-2.039
Si	44.629	-7.407	24.914
Si	47.826	-3.782	24.629
Si	44.871	7.048	-3.912
Si	48.94	2.851	23.967
Si	43.371	-5.154	-5.318
Si	-48.905	8.14	23.96
Si	43.106	5.203	-2.301
Si	-43.936	5.265	-2.175
Si	-39.247	-0.908	-4.001
Si	-42.944	5.701	-5.12
Si	-46.478	1.441	-6.992
Si	-44.961	4.583	25.893
Si	-43.396	-2.946	23.837
Si	48.904	4.175	-4.381
Si	47.285	-5.022	-2.99
Si	46.15	0.989	-6.843
Si	39.283	1.732	-4.46
Si	48.199	-2.462	-4.003
Si	41.204	4.273	-4.406
Si	-43.846	-5.617	-2.023
Si	-47.452	-4.34	25.804
Si	41.14	-3.792	24.596
Si	44.326	-1.018	24.591
Si	48.757	-0.269	-2.184
Si	-46.7	3.885	-2.83
Si	47.663	6.501	-2.862
Si	-43.627	-7.933	23.872
Si	42.789	-2.349	-5.155
Si	44.407	-6.377	-2.865
Si	46.153	7.855	-6.512
Si	-47.971	-1.736	24.515
Si	-43.854	-7.861	-6.43
Si	44.942	1.452	25.88
Si	-47.791	1.587	-4.113
Si	43.318	2.911	23.802
Si	-43.536	0.16	-2.276
Si	47.603	3.467	-6.994
Si	-42.454	6.307	25.79
Si	40.973	5.057	23.911
Si	43.895	0.188	-5.101
Si	41.739	-6.526	25.923
Si	-46.999	-3.876	-4.275
Si	-44.801	1.703	24.786
Si	-46.575	-6.625	-2.666
Si	50.284	-1.349	5.412
Si	52.97	1.401	5.444
Si	50.262	4.095	5.4
Si	-44.942	6.848	5.42
Si	50.278	9.521	5.41
Si	-44.927	12.267	5.42
Si	-42.193	-1.337	5.45
Si	-39.511	1.431	5.482
Si	-42.203	4.122	5.456
Si	-39.472	6.887	5.421
Si	-42.187	9.563	5.403
Si	-39.486	-4.027	5.41
Si	44.875	-1.352	5.433
Si	47.561	1.379	5.393
Si	44.878	4.073	5.424
Si	47.552	6.819	5.396
Si	44.865	9.507	5.431
Si	47.568	-4.043	5.433
Si	51.631	0.013	6.79
Si	-43.578	2.759	6.8
Si	-46.298	5.465	6.766
Si	-43.56	8.203	6.767
Si	-46.282	10.891	6.772
Si	-43.57	-2.697	6.791
Si	-40.854	0.036	6.817
Si	-38.114	2.779	6.805
Si	-40.829	5.499	6.78
Si	-38.095	-8.101	6.775
Si	-40.836	-5.4	6.775
Si	-38.124	-2.694	6.798
Si	46.222	0.022	6.785
Si	48.917	2.731	6.771
Si	46.218	5.453	6.781
Si	48.917	8.166	6.773
Si	46.216	-5.428	6.782
Si	48.929	-2.694	6.794
Si	50.268	1.375	8.144
Si	-44.939	4.12	8.148
Si	50.271	6.814	8.144
Si	-44.921	9.546	8.142
Si	50.283	-4.068	8.143
Si	-44.926	-1.34	8.152
Si	-42.224	1.39	8.161
Si	-39.482	4.131	8.153
Si	-42.206	6.841	8.135
Si	-39.47	-6.757	8.137
Si	-42.205	-4.058	8.144
Si	-39.479	-1.329	8.158
Si	44.866	1.366	8.166
Si	47.571	4.091	8.146
Si	44.87	6.799	8.17
Si	47.572	-6.788	8.145
Si	44.856	-4.075	8.155
Si	47.571	-1.337	8.157
Si	48.921	0.02	9.524
Si	-46.292	2.742	9.501
Si	48.921	5.452	9.513
Si	-46.284	8.18	9.499
Si	48.925	-5.426	9.509
Si	-46.284	-2.706	9.509
Si	-43.573	0.02	9.516
Si	-40.844	2.755	9.501
Si	-43.566	5.477	9.499
Si	-40.838	-8.126	9.493
Si	-43.564	-5.417	9.508
Si	-40.844	-2.698	9.505
Si	43.509	0.006	9.53
Si	46.22	2.732	9.521
Si	43.515	5.449	9.545
Si	46.22	8.172	9.519
Si	43.506	-5.426	9.534
Si	46.21	-2.706	9.514
Si	50.278	-1.347	10.875
Si	-44.936	1.379	10.864
Si	-47.647	4.092	10.875
Si	-44.926	6.825	10.867
Si	-47.639	9.535	10.872
Si	-44.926	-4.062	10.872
Si	-42.205	-1.342	10.866
Si	-39.482	1.389	10.861
Si	-42.206	4.111	10.857
Si	-39.484	-9.492	10.86
Si	-42.203	-6.778	10.863
Si	-39.483	-4.059	10.867
Si	44.857	-1.356	10.896
Si	47.562	1.369	10.894
Si	44.868	4.082	10.898
Si	47.566	6.809	10.883
Si	44.858	9.525	10.886
Si	47.564	-4.07	10.874
Si	51.634	0.018	12.234
Si	-43.566	2.741	12.206
Si	-46.284	5.456	12.226
Si	-43.565	8.184	12.228
Si	-46.287	10.899	12.238
Si	-43.566	-2.7	12.228
Si	-40.84	0.021	12.216
Si	-38.114	2.738	12.223
Si	-40.841	5.463	12.22
Si	-38.117	-8.144	12.219
Si	-40.842	-5.423	12.224
Si	-38.115	-2.703	12.218
Si	46.205	0.007	12.266
Si	48.915	2.736	12.248
Si	46.212	5.452	12.258
Si	48.921	8.175	12.236
Si	46.207	-5.428	12.244
Si	48.917	-2.707	12.237
Si	50.274	1.372	13.599
Si	-44.919	4.09	13.573
Si	-47.65	6.806	13.59
Si	-44.929	9.537	13.596
Si	50.268	-4.062	13.602
Si	52.998	-1.339	13.592
Si	-42.211	1.379	13.564
Si	-39.481	4.097	13.579
Si	-42.2	6.822	13.582
Si	-39.478	-6.788	13.577
Si	-42.207	-4.065	13.579
Si	-39.476	-1.341	13.573
Si	44.844	1.354	13.645
Si	47.556	4.085	13.622
Si	44.848	6.807	13.622
Si	47.559	9.529	13.601
Si	44.847	-4.081	13.62
Si	47.563	-1.363	13.618
Si	48.921	0.009	14.966
Si	51.643	2.737	14.94
Si	48.918	5.451	14.968
Si	-46.3	8.17	14.945
Si	48.899	-5.42	14.961
Si	51.634	-2.696	14.952
Si	54.359	0.03	14.942
Si	-40.848	2.725	14.923
Si	-43.557	5.447	14.927
Si	-40.832	8.174	14.943
Si	-43.562	10.901	14.949
Si	-40.842	-2.7	14.924
Si	43.478	-0.007	15.018
Si	46.198	2.73	14.999
Si	43.492	5.448	14.992
Si	46.204	8.174	14.974
Si	43.496	10.871	14.988
Si	46.198	-2.722	14.985
Si	-31.159	-1.663	0.088
Si	-28.926	1.429	0.022
Si	-31.031	3.843	0.169
Si	-28.676	6.958	0.239
Si	-30.827	-7.063	-0.089
Si	-28.857	-3.793	0.117
Si	-25.603	-1.665	0.047
Si	-23.373	1.367	-0.077
Si	-25.585	3.644	-0.137
Si	-23.339	6.986	-0.068
Si	-25.6	9.174	0.093
Si	-39.702	12.715	-0.03
Si	-36.452	-1.265	0.297
Si	-34.396	1.646	0.182
Si	-36.631	3.902	-0.002
Si	-34.138	7.108	0.091
Si	-36.484	9.318	-0.039
Si	-34.366	-3.599	0.04
Si	-30.014	-0.082	1.406
Si	-27.201	2.574	1.225
Si	-29.898	5.41	1.472
Si	-27.14	8.123	1.507
Si	-29.908	-5.456	1.374
Si	-27.249	-2.681	1.379
Si	-24.488	-0.09	1.381
Si	-38.143	2.838	1.451
Si	-24.488	5.326	1.188
Si	-38.136	8.237	1.262
Si	-24.49	10.777	1.408
Si	-38.122	-2.546	1.347
Si	-35.334	0.143	1.704
Si	-32.72	2.768	1.369
Si	-35.383	5.473	1.259
Si	-32.533	-8.052	1.292
Si	-35.431	-5.323	1.252
Si	-32.709	-2.723	1.451
Si	-31.361	1.348	2.717
Si	-28.48	3.999	2.69
Si	-31.296	6.828	2.728
Si	-28.519	9.55	2.77
Si	-31.338	-4.142	2.739
Si	-28.578	-1.347	2.77
Si	-25.884	1.276	2.692
Si	-23.109	4.019	2.607
Si	-25.791	6.651	2.706
Si	-23.044	9.463	2.703
Si	-25.889	12.194	2.705
Si	-39.484	-1.237	2.731
Si	-36.843	1.458	2.868
Si	-34.054	4.155	2.711
Si	-36.767	6.845	2.62
Si	-33.982	-6.684	2.613
Si	-36.795	-4.011	2.67
Si	-33.942	-1.303	2.876
Si	-32.613	0.044	4.202
Si	-29.925	2.695	4.035
Si	-32.682	5.488	4.077
Si	-29.911	8.164	4.079
Si	-32.684	-5.442	4.117
Si	-29.944	-2.751	4.073
Si	-27.22	-0.014	4.125
Si	-24.489	2.678	4.006
Si	-27.171	5.361	4.091
Si	-24.43	8.074	4.03
Si	-27.193	10.885	4.139
Si	-24.508	-2.766	4.072
Si	-38.161	0.055	4.17
Si	-35.4	2.813	4.118
Si	-38.106	5.544	4.073
Si	-35.368	-8.101	3.956
Si	-38.104	-5.378	4.065
Si	-35.405	-2.696	4.079
Si	-31.298	-1.346	16.294
Si	-28.591	1.368	16.323
Si	-31.293	4.063	16.295
Si	-28.594	6.778	16.279
Si	-31.308	-6.812	16.297
Si	-28.567	-4.088	16.306
Si	-25.86	-1.374	16.311
Si	-39.503	1.356	16.288
Si	-25.839	4.074	16.308
Si	-39.479	6.815	16.318
Si	-25.837	9.509	16.32
Si	-39.49	-4.067	16.278
Si	-36.76	-1.366	16.313
Si	-34.041	1.334	16.29
Si	-36.764	4.072	16.289
Si	-34.043	-9.54	16.259
Si	-36.746	-6.786	16.286
Si	-34.046	-4.079	16.324
Si	-29.938	-0.012	17.69
Si	-27.231	2.755	17.66
Si	-29.957	5.446	17.662
Si	-27.217	8.114	17.622
Si	-29.915	-5.472	17.645
Si	-27.228	-2.712	17.683
Si	-24.505	-0.03	17.685
Si	-38.152	2.718	17.631
Si	-24.506	5.418	17.718
Si	-38.093	8.184	17.65
Si	-24.488	10.896	17.679
Si	-38.133	-2.739	17.655
Si	-35.415	0.003	17.676
Si	-32.634	2.656	17.622
Si	-35.388	5.424	17.631
Si	-32.703	-8.183	17.616
Si	-35.42	-5.441	17.693
Si	-32.675	-2.685	17.638
Si	-31.292	1.339	19.058
Si	-28.573	4.136	19.046
Si	-31.366	-9.527	18.992
Si	-28.556	-6.879	18.993
Si	-31.277	-4.056	18.927
Si	-28.568	-1.345	19.071
Si	-25.899	1.362	18.996
Si	-39.462	4.072	19.033
Si	-25.921	6.769	19.042
Si	-39.439	9.581	18.994
Si	-25.887	-4.083	19.039
Si	-23.11	-1.425	19.006
Si	-36.852	1.339	19.003
Si	-34.014	4.004	18.918
Si	-36.746	6.786	19
Si	-34.062	-6.861	18.996
Si	-36.801	-4.075	19.058
Si	-34.032	-1.34	19.035
Si	-32.663	0.017	20.446
Si	-29.909	2.72	20.367
Si	-32.681	5.331	20.298
Si	-29.995	-8.172	20.347
Si	-32.653	-5.456	20.199
Si	-29.91	-2.761	20.373
Si	-27.243	0.055	20.438
Si	-24.547	2.712	20.36
Si	-27.3	5.524	20.527
Si	-24.469	8.146	20.223
Si	-27.203	-5.537	20.369
Si	-24.498	-2.732	20.393
Si	59.783	-0.056	20.442
Si	-35.441	2.715	20.252
Si	-38.096	5.425	20.393
Si	-35.389	8.113	20.415
Si	-38.138	10.928	20.488
Si	-35.435	-2.712	20.374
Si	-31.576	-1.706	21.641
Si	-28.359	1.666	21.785
Si	-31.116	4.221	21.671
Si	-29.027	-9.708	21.833
Si	-31.09	-6.495	21.565
Si	-28.78	-4.391	21.653
Si	-25.607	-1.086	21.65
Si	58.154	1.103	21.672
Si	-26.107	3.87	21.685
Si	-39.311	7.024	21.608
Si	-25.551	-6.68	21.614
Si	-23.438	-4.301	21.808
Si	61.445	-1.13	21.773
Si	-34.338	1.201	21.621
Si	-36.466	4.279	21.664
Si	-34.209	6.458	21.63
Si	-37.037	9.223	21.693
Si	-33.843	-3.974	21.51
Si	-31.162	7.068	-4.174
Si	-34.447	3.62	25.946
Si	-28.378	-6.484	26.076
Si	-26.587	-3.628	-4.164
Si	-26.135	-5.243	-6.692
Si	-39.986	-1.211	25.81
Si	-31.428	0.504	25.704
Si	-35.956	-6.742	-2.993
Si	-29.256	-2.196	-4.453
Si	-37.68	0.695	-1.897
Si	-36.684	-7.407	24.618
Si	-34.147	-4.068	24.497
Si	-36.153	5.574	-4.161
Si	-32.655	2.492	23.845
Si	-37.873	-5.711	-4.997
Si	-32.449	8.038	23.743
Si	-38.38	5.382	-2.299
Si	-27.54	5.131	-2.045
Si	-25.95	-0.785	-2.978
Si	-26.48	5.664	-4.864
Si	-29.604	7.268	24.722
Si	-28.664	4.521	25.933
Si	-26.854	-3.034	23.771
Si	-33.62	2.135	-5.324
Si	-34.159	-4.122	-2.972
Si	-35.719	6.222	25.538
Si	-41.518	1.251	-4.319
Si	-34.532	-1.432	-4.263
Si	-40.206	4.174	-4.598
Si	-27.37	-5.568	-2.037
Si	-29.796	6.808	-6.838
Si	-40.608	-3.976	24.569
Si	-37.334	-1.191	24.694
Si	-32.806	0.033	-2.009
Si	-30.415	4.491	-2.603
Si	-33.99	7.033	-2.901
Si	-26.053	-7.541	24.552
Si	-37.063	0.017	-5.498
Si	-39.562	-3.896	-3.006
Si	-36.371	6.918	-6.986
Si	-31.78	-2.174	24.561
Si	-27.261	-8.059	-6.439
Si	-36.783	1.44	25.892
Si	-31.106	1.803	-3.788
Si	-38.341	2.977	23.794
Si	-28.712	0.247	-2.978
Si	-34.068	-6.616	25.826
Si	-26.021	6.053	25.906
Si	-40.516	5.244	23.843
Si	-36.246	2.421	-3.993
Si	-39.021	-6.037	25.915
Si	-31.446	-4.233	-4.619
Si	-28.798	1.624	24.798
Si	-30.113	-6.543	-2.988
Si	-31.259	-1.373	5.479
Si	-28.587	1.356	5.451
Si	-31.289	4.091	5.39
Si	-28.548	6.77	5.41
Si	-31.294	9.51	5.441
Si	-28.581	12.236	5.463
Si	-25.851	-1.395	5.449
Si	-23.159	1.348	5.451
Si	-25.812	4.02	5.438
Si	-23.09	6.74	5.418
Si	-25.806	9.462	5.401
Si	-23.127	12.198	5.43
Si	-36.759	-1.333	5.452
Si	-34.038	1.416	5.465
Si	-36.764	4.168	5.453
Si	-34.047	6.862	5.4
Si	-36.726	-6.767	5.379
Si	-34.045	-4.061	5.446
Si	-29.913	-0.009	6.831
Si	-27.203	2.699	6.802
Si	-29.929	5.432	6.773
Si	-27.189	8.131	6.773
Si	-29.941	10.871	6.806
Si	-27.213	-2.735	6.819
Si	-24.499	-0.024	6.811
Si	-21.763	2.699	6.793
Si	-24.463	5.401	6.789
Si	-21.738	8.108	6.786
Si	-24.475	10.83	6.789
Si	-21.763	-2.762	6.799
Si	-35.393	0.031	6.803
Si	-32.648	2.758	6.795
Si	-35.389	5.508	6.795
Si	-32.667	8.167	6.792
Si	-35.392	-5.431	6.792
Si	-32.666	-2.714	6.803
Si	-31.301	1.368	8.151
Si	-28.569	4.075	8.144
Si	-31.296	6.795	8.136
Si	-28.558	9.5	8.136
Si	-31.305	-4.084	8.16
Si	-28.559	-1.37	8.185
Si	-25.855	1.336	8.171
Si	-23.111	4.055	8.165
Si	-25.835	6.771	8.139
Si	-23.104	9.48	8.145
Si	-25.841	-4.117	8.148
Si	-23.119	-1.386	8.156
Si	-36.758	1.395	8.152
Si	-34.021	4.122	8.141
Si	-36.758	6.847	8.153
Si	-34.024	-6.788	8.152
Si	-36.76	-4.067	8.145
Si	-34.026	-1.341	8.15
Si	-32.663	0.01	9.511
Si	-29.932	2.718	9.508
Si	-32.657	5.455	9.513
Si	-29.929	8.151	9.498
Si	-32.662	-5.439	9.517
Si	-29.939	-2.729	9.52
Si	-27.205	-0.015	9.541
Si	-24.483	2.7	9.518
Si	-27.205	5.428	9.507
Si	-24.479	8.132	9.504
Si	-27.21	-5.461	9.512
Si	-24.483	-2.749	9.51
Si	-38.115	0.029	9.51
Si	-35.383	2.748	9.499
Si	-38.113	5.475	9.511
Si	-35.387	8.183	9.516
Si	-38.117	-5.416	9.514
Si	-35.391	-2.707	9.5
Si	-31.303	-1.36	10.869
Si	-28.579	1.353	10.874
Si	-31.296	4.082	10.863
Si	-28.568	6.793	10.865
Si	-31.291	9.514	10.864
Si	-28.574	-4.094	10.872
Si	-25.839	-1.385	10.88
Si	-23.123	1.343	10.881
Si	-25.847	4.066	10.87
Si	-23.125	6.777	10.876
Si	-25.842	9.499	10.865
Si	-23.12	-4.105	10.874
Si	-36.752	-1.344	10.859
Si	-34.031	1.371	10.86
Si	-36.751	4.1	10.861
Si	-34.027	6.812	10.868
Si	-36.753	9.54	10.869
Si	-34.03	-4.072	10.862
Si	-29.941	-0.007	12.232
Si	-27.211	2.707	12.226
Si	-29.93	5.433	12.223
Si	-27.207	8.15	12.231
Si	-29.937	10.873	12.235
Si	-27.214	-2.733	12.235
Si	-24.486	-0.017	12.239
Si	-21.761	2.702	12.247
Si	-24.489	5.424	12.237
Si	-21.766	8.141	12.233
Si	-24.485	10.858	12.231
Si	-21.763	-2.741	12.238
Si	-35.391	0.007	12.223
Si	-32.664	2.722	12.215
Si	-35.39	5.451	12.226
Si	-32.66	8.163	12.224
Si	-35.389	-5.426	12.226
Si	-32.666	-2.722	12.225
Si	-31.309	1.36	13.577
Si	-28.568	4.067	13.581
Si	-31.302	6.79	13.574
Si	-28.57	9.514	13.591
Si	-31.307	-4.083	13.591
Si	-28.577	-1.366	13.594
Si	-25.86	1.344	13.59
Si	-23.127	4.068	13.601
Si	-25.846	6.791	13.596
Si	-23.125	9.497	13.594
Si	-25.848	-4.097	13.585
Si	-23.123	-1.373	13.595
Si	-36.757	1.364	13.58
Si	-34.029	4.075	13.574
Si	-36.762	-9.51	13.578
Si	-34.021	9.531	13.578
Si	-36.758	-4.068	13.579
Si	-34.034	-1.368	13.58
Si	-32.67	-0.006	14.928
Si	-29.937	2.71	14.933
Si	-32.66	5.421	14.931
Si	-29.948	8.152	14.931
Si	-32.673	-5.435	14.957
Si	-29.939	-2.728	14.95
Si	-27.224	-0.002	14.964
Si	-24.497	2.701	14.945
Si	-27.209	5.425	14.943
Si	-24.481	8.145	14.965
Si	-27.2	10.87	14.954
Si	-24.497	-2.727	14.942
Si	-38.116	0.003	14.946
Si	-35.391	2.718	14.936
Si	-38.123	5.453	14.946
Si	-35.391	-8.15	14.923
Si	-38.118	-5.43	14.933
Si	-35.399	-2.721	14.949
Si	-14.731	-1.737	0.156
Si	-12.386	1.523	0.088
Si	-14.546	3.785	0.213
Si	-12.357	6.841	0.134
Si	-14.59	-7.213	0.053
Si	-12.438	-3.835	0.225
Si	-9.315	-1.693	0.115
Si	-6.995	1.444	-0.073
Si	-9.151	3.766	-0.072
Si	-7.048	7.018	0.042
Si	-9.28	-7.098	0.06
Si	-23.4	12.379	0.143
Si	-20.18	-1.463	0.302
Si	-17.982	1.558	0.158
Si	-20.201	3.743	-0.011
Si	-17.79	6.823	-0.021
Si	-20.011	9.131	-0.041
Si	-17.98	12.53	0.12
Si	-13.584	-0.06	1.363
Si	-10.776	2.693	1.329
Si	-13.452	5.331	1.547
Si	-10.82	8.074	1.408
Si	-13.563	-5.542	1.391
Si	-10.867	-2.73	1.527
Si	-8.145	-0.05	1.341
Si	-21.787	2.576	1.262
Si	-8.124	5.373	1.336
Si	-21.731	8.11	1.25
Si	-8.142	-5.478	1.345
Si	-21.802	-2.752	1.414
Si	-19.039	0.058	1.6
Si	-16.289	2.68	1.354
Si	-19.026	5.325	1.304
Si	-16.258	8.037	1.317
Si	-19.017	10.795	1.326
Si	-16.285	-2.848	1.464
Si	-14.962	1.284	2.73
Si	-12.068	4.001	2.825
Si	-14.921	6.716	2.759
Si	-12.164	-6.847	2.758
Si	-14.945	-4.226	2.793
Si	-12.22	-1.336	2.809
Si	-9.49	1.303	2.725
Si	-6.749	4.046	2.697
Si	-9.49	6.694	2.753
Si	-6.793	-6.792	2.763
Si	-9.5	-4.161	2.774
Si	-23.112	-1.383	2.781
Si	-20.483	1.364	2.826
Si	-17.639	4.049	2.722
Si	-20.401	6.717	2.64
Si	-17.608	9.457	2.679
Si	-20.415	12.147	2.707
Si	-17.613	-1.391	2.795
Si	-16.277	-0.043	4.155
Si	-13.555	2.652	4.079
Si	-16.304	5.395	4.116
Si	-13.563	8.113	4.095
Si	-16.313	-5.54	4.14
Si	-13.585	-2.773	4.1
Si	-10.851	0.002	4.148
Si	-8.128	2.693	4.07
Si	-10.806	5.396	4.191
Si	-8.145	8.116	4.088
Si	-10.846	-5.493	4.15
Si	-8.116	-2.745	4.071
Si	-21.785	-0.034	4.163
Si	-19.036	2.718	4.096
Si	-21.759	5.374	4.022
Si	-19.024	8.095	4.01
Si	-21.743	10.821	4.105
Si	-19.034	-2.786	4.064
Si	-14.949	-1.341	16.341
Si	-12.234	1.377	16.375
Si	-14.929	4.074	16.335
Si	-12.236	6.797	16.324
Si	-14.962	-6.795	16.347
Si	-12.213	-4.068	16.366
Si	-9.508	-1.349	16.394
Si	-23.153	1.338	16.313
Si	-9.487	4.091	16.367
Si	-23.137	6.8	16.363
Si	-9.484	9.538	16.383
Si	-23.14	-4.093	16.29
Si	-20.398	-1.379	16.331
Si	-17.677	1.343	16.31
Si	-20.417	4.08	16.31
Si	-17.696	6.782	16.295
Si	-20.396	9.515	16.321
Si	-17.694	-4.094	16.358
Si	-13.584	-0.002	17.736
Si	-10.879	2.77	17.716
Si	-13.598	5.47	17.704
Si	-10.863	8.133	17.678
Si	-13.568	-5.445	17.701
Si	-10.878	-2.698	17.763
Si	-8.151	0.009	17.768
Si	-21.811	2.735	17.643
Si	-8.146	5.438	17.775
Si	-21.732	8.162	17.695
Si	-8.134	-5.374	17.734
Si	-21.764	-2.77	17.656
Si	-19.055	0.015	17.68
Si	-16.275	2.67	17.652
Si	-19.04	5.426	17.667
Si	-16.369	8.155	17.653
Si	-19.07	10.867	17.731
Si	-16.331	-2.691	17.672
Si	-14.937	1.358	19.089
Si	-12.21	4.163	19.091
Si	-15.016	6.829	19.015
Si	-12.216	9.458	19.039
Si	-14.931	-4.03	18.994
Si	-12.227	-1.326	19.143
Si	-9.545	1.404	19.079
Si	-23.12	4.066	19.077
Si	-9.538	6.802	19.09
Si	-23.071	9.579	19.022
Si	-9.529	-4.059	19.131
Si	-6.749	-1.359	19.114
Si	-20.461	1.395	18.988
Si	-17.641	4.031	18.95
Si	-20.387	6.769	19.066
Si	-17.727	9.457	19.059
Si	-20.444	-4.087	19.097
Si	-17.695	-1.337	19.045
Si	-16.31	0.003	20.438
Si	-13.579	2.766	20.402
Si	-16.324	5.386	20.326
Si	-13.672	8.183	20.387
Si	-16.323	-5.434	20.246
Si	-13.581	-2.721	20.466
Si	-10.901	0.089	20.498
Si	-8.209	2.758	20.47
Si	-10.906	5.54	20.567
Si	-8.069	8.212	20.224
Si	-10.866	-5.54	20.435
Si	-8.14	-2.681	20.484
Si	-21.798	0.002	20.335
Si	-19.038	2.734	20.294
Si	-21.734	5.394	20.458
Si	-19.037	8.1	20.502
Si	-21.756	10.902	20.545
Si	-19.118	-2.669	20.404
Si	-15.254	-1.65	21.745
Si	-12.028	1.722	21.804
Si	-14.77	4.294	21.702
Si	-12.638	6.637	21.805
Si	-14.783	9.844	21.64
Si	-12.458	-4.39	21.689
Si	-9.28	-1.045	21.738
Si	-23.396	1.118	21.633
Si	-9.746	3.914	21.827
Si	-23.008	6.996	21.605
Si	-9.172	9.662	21.65
Si	-7.052	-4.266	21.864
Si	-20.203	-1.024	21.717
Si	-17.941	1.179	21.638
Si	-20.053	4.285	21.719
Si	-17.814	6.479	21.735
Si	-20.714	9.164	21.787
Si	-17.509	-3.916	21.52
Si	-15.105	7.57	-4.119
Si	-18.366	3.81	26.052
Si	-12.145	4.277	-6.558
Si	-9.367	-4.504	-4.059
Si	-9.809	-5.227	-6.807
Si	-23.827	-0.839	25.845
Si	-15.047	0.723	25.959
Si	-19.888	-6.654	-3.031
Si	-12.792	-1.231	-4.428
Si	-21.939	-0.72	-2.029
Si	-20.486	-7.344	24.807
Si	-17.858	-4.012	24.478
Si	-18.185	7.688	-4.447
Si	-16.43	2.758	23.934
Si	-21.814	-5.358	-4.886
Si	-16.036	8.045	23.858
Si	-21.869	5.269	-2.3
Si	-10.962	5.175	-2.211
Si	-10.833	-0.13	-2.17
Si	-9.878	5.821	-5.063
Si	-13.079	7.361	24.678
Si	-12.179	4.514	25.805
Si	-10.541	-3.028	23.813
Si	-16.57	3.285	-4.337
Si	-18.907	-3.967	-2.682
Si	-19.641	0.781	-6.973
Si	-21.457	0.648	-4.648
Si	-17.151	-2.004	-4.141
Si	-23.904	4.098	-4.321
Si	-11.181	-5.627	-1.959
Si	-13.526	6.939	-6.626
Si	-24.106	-3.733	24.643
Si	-21.226	-0.931	24.619
Si	-16.333	-0.1	-1.943
Si	-15.863	5.478	-2.126
Si	-19.998	5.553	-4.702
Si	-9.379	5.146	24.654
Si	-24.446	1.246	-4.497
Si	-22.052	-3.681	-2.384
Si	-19.739	7.506	-6.881
Si	-15.572	-1.927	24.715
Si	-10.857	-8.031	-6.404
Si	-20.539	1.556	25.978
Si	-14.47	1.16	-3.779
Si	-21.944	2.976	23.743
Si	-12.119	3.036	-3.954
Si	-17.684	-6.601	25.874
Si	-7.676	-0.228	-5.94
Si	-24.202	5.18	23.77
Si	-19.266	2.527	-4.615
Si	-23.383	-6.475	25.906
Si	-14.578	-3.733	-4.276
Si	-12.5	1.607	24.795
Si	-14.005	-6.368	-2.688
Si	-14.926	-1.416	5.49
Si	-12.222	1.336	5.5
Si	-14.924	4.027	5.443
Si	-12.216	6.764	5.483
Si	-14.923	9.454	5.48
Si	-12.216	12.208	5.474
Si	-9.482	-1.391	5.456
Si	-6.804	1.357	5.482
Si	-9.45	4.033	5.503
Si	-6.78	6.777	5.461
Si	-9.493	-6.856	5.488
Si	-6.814	-4.078	5.513
Si	-20.385	-1.416	5.448
Si	-17.678	1.333	5.452
Si	-20.396	4.07	5.442
Si	-17.677	6.77	5.437
Si	-20.364	9.454	5.423
Si	-17.678	-4.134	5.45
Si	-13.573	-0.043	6.846
Si	-10.854	2.701	6.848
Si	-13.585	5.398	6.825
Si	-10.864	8.127	6.85
Si	-13.581	10.848	6.831
Si	-10.853	-2.743	6.826
Si	-8.151	-0.018	6.838
Si	-5.421	2.713	6.825
Si	-8.119	5.423	6.85
Si	-5.433	8.138	6.841
Si	-8.161	-5.463	6.852
Si	-5.44	-2.715	6.859
Si	-19.032	-0.038	6.807
Si	-16.303	2.686	6.81
Si	-19.037	5.421	6.81
Si	-16.309	8.111	6.82
Si	-19.032	-5.493	6.807
Si	-16.316	-2.768	6.819
Si	-14.948	1.329	8.182
Si	-12.218	4.063	8.199
Si	-14.949	6.76	8.185
Si	-12.222	9.498	8.201
Si	-14.948	-4.113	8.187
Si	-12.207	-1.389	8.2
Si	-9.503	1.339	8.208
Si	-6.763	4.071	8.206
Si	-9.497	6.775	8.205
Si	-6.785	-6.812	8.204
Si	-9.515	-4.1	8.208
Si	-6.794	-1.358	8.217
Si	-20.402	1.33	8.154
Si	-17.668	4.054	8.163
Si	-20.391	6.772	8.177
Si	-17.662	-6.834	8.176
Si	-20.398	-4.121	8.158
Si	-17.669	-1.391	8.172
Si	-16.312	-0.028	9.539
Si	-13.588	2.696	9.544
Si	-16.316	5.41	9.541
Si	-13.589	8.133	9.547
Si	-16.308	-5.471	9.543
Si	-13.586	-2.745	9.546
Si	-10.861	-0.02	9.566
Si	-8.137	2.713	9.557
Si	-10.862	5.424	9.565
Si	-8.147	8.15	9.564
Si	-10.874	-5.455	9.57
Si	-8.154	-2.731	9.565
Si	-21.763	-0.023	9.521
Si	-19.037	2.692	9.518
Si	-21.755	5.413	9.53
Si	-19.031	8.135	9.534
Si	-21.759	-5.474	9.518
Si	-19.039	-2.751	9.521
Si	-14.945	-1.378	10.903
Si	-12.228	1.344	10.911
Si	-14.947	4.061	10.902
Si	-12.222	6.79	10.92
Si	-14.944	9.499	10.909
Si	-12.232	-4.09	10.925
Si	-9.504	-1.37	10.932
Si	-6.784	1.368	10.934
Si	-9.497	4.071	10.923
Si	-6.783	6.796	10.924
Si	-9.505	9.514	10.928
Si	-6.791	-4.081	10.93
Si	-20.399	-1.383	10.881
Si	-17.678	1.336	10.889
Si	-20.393	4.054	10.887
Si	-17.675	6.778	10.898
Si	-20.395	9.499	10.886
Si	-17.673	-4.101	10.889
Si	-13.587	-0.015	12.27
Si	-10.864	2.706	12.269
Si	-13.586	5.425	12.269
Si	-10.866	8.157	12.288
Si	-13.593	10.869	12.28
Si	-10.872	-2.724	12.288
Si	-8.147	0.004	12.286
Si	-5.422	2.729	12.297
Si	-8.142	5.439	12.288
Si	-5.43	8.165	12.284
Si	-8.147	-5.441	12.291
Si	-5.433	-2.711	12.287
Si	-19.041	-0.023	12.25
Si	-16.317	2.701	12.249
Si	-19.043	5.422	12.254
Si	-16.314	8.141	12.258
Si	-19.038	-5.455	12.247
Si	-16.311	-2.74	12.254
Si	-14.952	1.355	13.614
Si	-12.215	4.07	13.627
Si	-14.951	6.788	13.62
Si	-12.223	9.525	13.646
Si	-14.955	-4.084	13.635
Si	-12.227	-1.359	13.649
Si	-9.515	1.356	13.646
Si	-6.781	4.09	13.659
Si	-9.496	6.806	13.65
Si	-6.785	9.522	13.652
Si	-9.503	-4.074	13.647
Si	-6.783	-1.339	13.652
Si	-20.403	1.34	13.61
Si	-17.676	4.063	13.607
Si	-20.414	6.79	13.603
Si	-17.672	9.513	13.608
Si	-20.403	-4.096	13.604
Si	-17.675	-1.384	13.61
Si	-16.313	-0.011	14.958
Si	-13.582	2.711	14.977
Si	-16.31	5.418	14.97
Si	-13.602	8.162	14.982
Si	-16.326	-5.443	14.986
Si	-13.59	-2.723	15
Si	-10.87	0.005	15.023
Si	-8.153	2.721	14.999
Si	-10.857	5.435	14.993
Si	-8.136	8.165	15.025
Si	-10.853	-5.434	15.012
Si	-8.154	-2.692	15.002
Si	-21.768	-0.021	14.97
Si	-19.045	2.711	14.964
Si	-21.785	5.443	14.971
Si	-19.046	8.156	14.949
Si	-21.768	10.858	14.954
Si	-19.041	-2.741	14.972
O	1.319	1.48	-6.622
O	0.065	-2.773	21.869
O	-3.949	-4.041	-5.306
O	-4.438	-1.547	23.142
O	4.37	-1.05	-5.66
O	6.333	7.666	25
O	0.596	-7.005	22.593
O	-6.27	0.504	-5.654
O	-2.465	-2.891	-0.325
O	1.563	4.641	-1.377
O	3.374	5.276	-7.034
O	-7.515	6.979	23.075
O	8.29	-5.613	21.902
O	-6.327	-4.356	-1.327
O	1.049	3.687	23.143
O	-0.638	6.961	23.03
O	-2.562	-0.008	22.114
O	-6.534	4.392	-3.097
O	2.095	-1.969	-6.47
O	0.5	-1.221	-1.001
O	5.093	6.403	-1.219
O	8.234	-2.891	-0.197
O	-1.321	0.782	-1.172
O	7.849	-3.019	-3.256
O	2.195	-3.131	25.111
O	4.558	-1.139	-3.052
O	-4.497	4.586	-1.429
O	7.383	1.363	-5.773
O	6.65	4.31	-1.384
O	-1.012	-7.725	-3.192
O	6.152	-6.903	-5.887
O	-4.29	3.401	23.233
O	1.03	-0.85	25.782
O	0.339	1.632	-4.339
O	5.588	2.854	22.212
O	-0.595	-4.939	25.473
O	2.72	-5.402	22.115
O	6.225	-6.4	-1.051
O	-8.264	-5.699	-4.047
O	-1.884	-7.412	-5.689
O	-0.698	-7.478	24.738
O	4.294	0.958	-1.473
O	-6.429	6.355	-1.304
O	4.513	-4.351	-1.226
O	-2.808	-8.062	-0.384
O	0.583	-2.54	-4.23
O	-7.453	-5.142	25.6
O	2.109	-8.102	-3.364
O	-7.761	-1.552	-5.05
O	-6.422	-0.521	24.684
O	-4.382	-1.206	-1.298
O	2.705	2.662	-0.235
O	4.64	-6.732	24.58
O	4.058	1.231	23.422
O	-9.691	0.667	-3.001
O	-3.042	2.817	26.096
O	-8.211	2.678	-3.95
O	1.675	7.645	24.184
O	6.994	-1.14	-1.489
O	3.89	3.188	25.228
O	-5.453	-8.093	22.179
O	-6.793	-3.738	23.406
O	-9.299	-3.993	24.164
O	10.092	1.019	-1.176
O	7.612	-0.495	25.649
O	6.293	-1.653	23.009
O	2.937	0.758	-3.797
O	-6.489	3.763	-5.695
O	-2.802	2.771	-0.447
O	0.242	6.335	-3.642
O	3.02	0.784	25.798
O	4.611	-3.713	22.937
O	-3.724	0.989	-5.749
O	-0.05	3.757	-5.951
O	-6.478	1.961	23.111
O	8.246	2.637	-0.284
O	1.783	6.92	-5.66
O	-8.129	4.972	25.659
O	4.267	7.525	-5.932
O	2.621	-2.693	-0.402
O	-2.361	6.369	-3.718
O	-7.821	-7.708	25.121
O	-2.861	5.303	25.425
O	2.769	5.499	22.237
O	-0.366	-4.988	-0.392
O	-2.072	-2.799	-3.879
O	1.661	-1.321	23.246
O	-3.693	-6.59	23.335
O	-4.481	-6.191	-1.066
O	2.867	5.688	25.446
O	4.145	4.143	-2.082
O	-2.688	-3.351	25.289
O	-7.657	-2.549	25.67
O	-6.545	-3.785	-4.492
O	7.487	-4.698	-5.347
O	1.51	-6.407	-1.489
O	-1.023	2.019	22.929
O	1.373	-4.394	-5.817
O	-5.764	-5.989	-3.317
O	6.09	-5.062	-3.197
O	-0.784	-0.623	-3.192
O	-4.027	-4.127	-2.664
O	2.747	5.707	-3.534
O	-1.618	-4.345	23.084
O	2.148	3.164	-3.433
O	-2.769	-6.334	25.823
O	3.13	-2.997	-4.307
O	0.778	1.57	24.71
O	3.003	7.911	-0.836
O	-5.541	2.616	25.531
O	-3.55	-7.642	-3.697
O	-4.941	6.379	-3.435
O	5.529	1.203	-3.82
O	1.086	1.05	-2.025
O	8.195	0.029	22.196
O	-3.699	7.687	25.033
O	-5.372	-6.649	25.368
O	-2.631	5.332	22.313
O	-2.108	-5.402	-3.939
O	8.127	8.169	-0.438
O	5.386	-2.766	25.222
O	-4.22	-1.323	25.769
O	-0.825	3.673	24.947
O	5.7	-2.96	-4.658
O	-1.322	1.589	-6.369
O	5.901	5.473	-3.595
O	7.179	4.684	23.125
O	6.485	-7.278	22.805
O	-8.761	-3.198	-3.301
O	20.043	7.401	23.236
O	16.368	-2.809	21.855
O	13.719	-3.202	-6.798
O	11.962	-1.548	23.128
O	20.128	-1.442	-5.902
O	22.136	7.241	24.888
O	17.325	-7.226	22.869
O	14.821	1.498	-6.223
O	13.636	-2.603	-0.311
O	17.638	4.535	-1.297
O	19.557	-8.004	25.754
O	8.959	6.592	22.914
O	24.533	-5.607	21.965
O	10.173	-4.377	-1.189
O	16.98	3.862	23.028
O	15.702	6.959	22.75
O	13.678	0.041	22.068
O	9.4	4.246	-2.591
O	19.672	5.616	25.141
O	17.048	-1.062	-1.123
O	21.089	6.462	-1.091
O	24.47	-2.929	-0.199
O	15.188	0.871	-1.223
O	24.043	-3.072	-3.309
O	18.342	-2.931	25.157
O	20.822	-0.991	-3.368
O	11.662	4.546	-1.219
O	23.447	1.223	-5.842
O	22.721	4.403	-1.417
O	13.913	7.696	-3.214
O	23.76	4.518	-4.599
O	10.922	2.555	25.327
O	17.161	1.614	-5.107
O	21.846	2.768	22.176
O	11.791	-4.76	-5.818
O	15.819	-5.116	25.151
O	19.099	-5.466	22.113
O	22.407	-6.579	-1.254
O	9.973	-6.68	-5.853
O	11.302	5.746	-3.58
O	15.563	-7.724	24.676
O	20.576	0.862	-1.477
O	9.947	6.513	-1.395
O	20.839	-4.439	-1.238
O	13.536	-8.098	-0.334
O	17.047	-2.762	-3.777
O	8.724	-5.471	25.106
O	18.015	-7.859	-3.642
O	9.63	4.255	23.877
O	9.989	-0.663	24.68
O	11.875	-0.929	-1.255
O	18.938	2.56	-0.278
O	21.425	-6.483	24.879
O	20.495	3.013	24.996
O	7.601	-0.429	-3.906
O	15.433	-1.686	-5.602
O	7.875	2.199	-3.363
O	17.693	7.057	24.453
O	12.377	0.439	24.893
O	23.199	-1.211	-1.544
O	14.143	5.011	-2.836
O	21.981	4.841	26.029
O	20.397	0.996	23.324
O	13.042	4.395	-5.071
O	10.828	8.135	22.019
O	9.662	-3.85	23.197
O	14.281	-7.724	-5.635
O	7.112	-4.009	23.761
O	26.338	0.974	-1.405
O	24.274	-0.553	25.794
O	22.866	-1.939	23.054
O	19.602	1.224	-3.955
O	10.569	4.831	-5.94
O	13.528	2.76	-0.434
O	16.158	6.521	-3.819
O	19.377	0.769	25.733
O	21.118	-3.923	22.91
O	12.535	2.697	-3.279
O	16.071	3.85	-6.07
O	10.017	1.797	22.987
O	24.509	2.688	-0.517
O	17.982	6.786	-5.684
O	8.193	5.909	25.309
O	20.415	7.663	-5.984
O	18.979	-2.762	-0.431
O	35.201	1.622	22.767
O	5.587	4.302	-5.976
O	13.116	5.037	26.087
O	18.882	5.425	22.092
O	15.019	-4.5	-1.418
O	38.678	-5.324	-3.235
O	17.819	-1.223	23.228
O	12.772	-6.963	23.122
O	11.627	-6.543	-1.33
O	20.182	4.223	-2.106
O	-11.915	3.946	-2.644
O	13.689	-3.688	25.395
O	8.781	-2.86	25.506
O	15.387	6.657	-1.298
O	10.166	2.619	-4.48
O	23.754	-4.697	-5.415
O	17.689	-6.529	-1.388
O	15.259	1.871	23.026
O	17.808	-4.085	-5.878
O	10.425	-5.4	-3.556
O	22.548	-6.958	-5.971
O	22.225	-5.05	-3.344
O	12.565	-4.406	-2.438
O	17.154	-0.563	25.676
O	20.101	-6.531	-2.628
O	18.652	5.957	-3.278
O	37.547	4.628	24.994
O	14.577	-4.269	23.007
O	17.384	1.011	-2.598
O	13.523	-6.458	25.522
O	19.562	-3.227	-4.028
O	17.202	1.94	24.753
O	11.229	0.412	-3.438
O	19.133	8.032	-0.253
O	-37.453	4.43	-1.333
O	12.17	-6.999	-4.389
O	40.009	0.692	-5.453
O	30.829	3.322	-6.588
O	40.416	-7.255	25.335
O	15.026	2.828	-3.972
O	33.801	1.383	-2.878
O	24.545	-0.061	22.237
O	31.254	0.721	-6.808
O	10.934	-6.884	24.969
O	13.681	5.373	22.152
O	24.405	8.121	-0.533
O	21.612	-2.813	25.164
O	11.87	-1.953	25.761
O	15.151	3.67	24.951
O	21.984	-2.873	-4.839
O	21.381	4.336	-5.702
O	21.795	5.773	-3.501
O	23.519	4.554	23.055
O	22.857	-7.434	22.921
O	-47.274	1.256	-5.599
O	36.891	6.629	23.298
O	32.544	-2.754	22.138
O	27.179	-4.692	-5.717
O	28.362	-1.821	23.06
O	37.551	-1.643	-5.747
O	38.576	7.258	25.047
O	33.794	-7.404	23.146
O	28.135	-6.383	-1.194
O	29.878	-2.643	-0.22
O	34.13	4.56	-1.394
O	36.276	3.591	-6.434
O	25.316	6.504	22.958
O	40.815	-5.605	22.106
O	26.391	-4.409	-1.233
O	33.443	3.642	22.644
O	31.803	7.154	23.03
O	30.096	-0.005	22.18
O	25.92	4.295	-3.074
O	3.673	2.622	-6.881
O	-13.461	0.652	25.674
O	37.327	6.439	-0.969
O	40.612	-2.761	-0.153
O	31.654	0.921	-1.406
O	40.784	-3.667	-2.864
O	35.854	-4.683	25.716
O	37.237	-0.619	-3.289
O	29.885	2.727	-0.604
O	-44.62	7.331	23.135
O	39.027	4.473	-1.354
O	36.508	-6.659	-2.475
O	40.501	5.712	-4.693
O	28.282	3.471	23.095
O	28.606	4.802	-6.887
O	32.716	2.2	-5.158
O	37.722	2.78	22.316
O	26.856	-5.818	-3.376
O	-20.725	-4.55	-5.775
O	35.389	-5.474	22.296
O	38.708	-6.619	-1.042
O	26.461	-7.149	-5.626
O	28.522	2.327	-5.913
O	32.583	8.042	25.376
O	37.188	0.986	-1.241
O	26.183	6.37	-1.434
O	37.202	-4.434	-1.238
O	29.896	-8.05	-0.313
O	33.367	-2.903	-3.589
O	25.656	-5.553	25.175
O	34.416	-7.644	-3.764
O	25.946	4.187	23.976
O	26.843	-1.021	25.073
O	28.143	-0.942	-1.223
O	35.411	2.645	-0.28
O	37.834	-6.484	25.146
O	38.5	2.165	25.837
O	24.1	-0.445	-3.902
O	30.768	-2.6	-3.082
O	24.685	2.174	-3.83
O	31.403	-6.645	23.687
O	29.541	-0.877	25.163
O	38.975	-0.937	-1.268
O	31.385	-6.537	-5.854
O	36.192	6.686	25.894
O	27.738	6.068	-3.567
O	-42.804	4.439	-1.353
O	27.182	-8.11	22.242
O	25.929	-3.843	23.186
O	30.17	-4.84	25.18
O	23.487	-4.307	24.109
O	42.616	1.103	-1.282
O	40.29	0.15	25.571
O	38.978	-1.744	23.069
O	34.465	3.708	-3.853
O	25.929	3.72	-5.692
O	40.717	8.105	-0.419
O	32.609	6.763	-3.922
O	36.001	2.433	25.631
O	37.214	-3.722	23.051
O	26.84	0.417	-6.106
O	-41.41	5.16	-5.083
O	26.298	1.719	23.099
O	40.77	2.757	-0.417
O	34.469	6.862	-5.71
O	24.285	5.769	25.235
O	36.565	-7.965	-6.075
O	35.367	-2.682	-0.499
O	30.94	-7.61	-3.437
O	23.871	-7.323	25.41
O	28.376	6.206	25.31
O	35.203	5.364	21.952
O	31.17	-4.531	-1.311
O	-4.841	0.13	-3.494
O	34.118	-0.99	23.147
O	28.875	-6.309	23.217
O	39.627	-4.099	24.081
O	-28.813	7.361	23.285
O	36.635	4.355	-2.428
O	-12.332	7.396	23.228
O	29.481	4.277	-4.491
O	25.17	-3.008	25.587
O	31.958	7.189	-1.4
O	-9.779	7.321	-5.672
O	40.044	-4.427	-5.225
O	34.045	-6.466	-1.423
O	32.354	1.336	22.758
O	34.478	-3.836	-5.827
O	-46.443	-5.565	25.623
O	-47.94	7.368	24.989
O	-26.464	7.066	-5.683
O	32.23	-0.545	-3.555
O	-45.349	-7.619	-5.836
O	34.758	0.013	25.499
O	-31.017	-6.471	-1.614
O	35.066	6.201	-3.232
O	-43.893	4.69	-5.981
O	30.553	-4.371	22.713
O	-35.429	-2.393	-0.315
O	-8.179	0.059	22.263
O	35.955	-2.787	-3.953
O	-14.106	-0.252	-4.5
O	30.89	1.33	25.81
O	35.436	8.088	-0.188
O	27.171	-2.09	-5.358
O	30.223	6.238	-2.975
O	38.08	5.404	-5.697
O	-20.896	0.224	-6.103
O	39.183	1.092	-2.975
O	-17.82	-4.117	-1.475
O	47.806	-1.402	-2.837
O	40.759	-0.016	22.221
O	31.786	-2.321	-5.536
O	43.745	5.963	-3.573
O	29.98	5.391	22.29
O	30.852	-5.066	-3.824
O	41.981	4.26	-2.982
O	37.923	-2.558	25.283
O	28.181	-3.215	25.345
O	-38.203	-7.243	25.184
O	38.573	-2.778	-3.69
O	29.964	3.946	25.586
O	38.402	6.225	-3.265
O	39.713	4.37	23.155
O	39.069	-7.373	23.05
O	-28.69	0.773	-1.454
O	-10.587	-6.473	-6.099
O	-48.932	-2.798	21.868
O	46.625	-3.227	-6.99
O	44.621	-1.652	23.137
O	-44.434	-1.451	-5.729
O	-42.743	7.673	25.001
O	-48.003	-7.244	23.008
O	44.014	-1.373	-5.597
O	46.127	-2.719	-0.472
O	-47.631	4.234	-1.53
O	-44.437	-6.746	24.596
O	41.431	6.369	23.074
O	-40.902	-5.537	21.995
O	42.702	-3.793	-1.206
O	-48.155	3.853	23.021
O	48.166	7.079	23.08
O	46.289	0.071	22.111
O	35.241	1.542	-5.109
O	-45.145	3.281	24.95
O	-48.141	-0.892	-1.119
O	-44.413	6.506	-1.264
O	-40.89	-2.538	-0.41
O	47.88	0.89	-1.466
O	-41.102	-4.367	-3.005
O	-47.045	-2.993	24.978
O	-44.502	-0.772	-3.179
O	44.21	4.357	-1.457
O	-42.091	0.99	-5.799
O	-25.908	-4.132	-5.537
O	-47.466	4.609	-4.083
O	-35.622	-3.915	25.084
O	44.614	3.519	23.053
O	48.411	-2.269	24.492
O	37.82	2.003	-5.06
O	-43.463	2.823	22.141
O	44.863	-4.922	-5.933
O	-48.913	-4.718	25.229
O	-46.293	-5.425	22.147
O	-42.624	-6.338	-1.275
O	42.569	-6.39	-5.974
O	45.36	6.934	-5.445
O	47.978	-7.252	24.765
O	-44.448	1.011	-1.265
O	42.443	6.293	-1.3
O	-44.283	-4.25	-1.265
O	46.149	-8.063	-0.439
O	-48.24	-3.039	-3.673
O	41.651	-4.95	25.573
O	-46.598	-7.983	-3.556
O	42.22	4.057	23.975
O	42.764	-0.574	24.675
O	44.41	-0.872	-1.274
O	-46.211	2.617	-0.237
O	-38.041	-4.753	25.887
O	-43.314	1.274	25.255
O	-26.815	-6.564	-5.995
O	46.135	5.078	25.967
O	40.079	3.121	-4.359
O	-19.912	3.972	-4.926
O	45.27	0.286	24.804
O	-42.546	-0.765	-1.38
O	43.614	0.237	-3.513
O	-43.583	5.24	25.408
O	-45.098	1.232	23.26
O	42.61	0.805	-5.885
O	43.293	8.048	22.216
O	42.108	-3.692	23.286
O	47.133	-7.44	-5.704
O	-6.34	0.611	-1.34
O	-39.008	1.316	-1.241
O	-41.297	-0.305	25.599
O	-42.754	-1.664	23.071
O	8.71	-7.892	26.015
O	43.092	-7.114	25.276
O	46.13	2.702	-0.588
O	41.919	-1.298	-1.985
O	-45.769	0.883	25.78
O	-44.435	-3.711	22.889
O	44.923	7.305	25.087
O	48.408	4.347	-5.907
O	42.66	1.712	22.955
O	-40.905	2.843	-0.423
O	-47.021	6.734	-5.772
O	40.572	5.404	25.428
O	33.588	2.215	24.806
O	-46.274	-2.688	-0.476
O	46.081	6.75	-2.901
O	-36.932	-4.703	-5.855
O	48.12	3.724	25.041
O	-46.286	5.521	22.213
O	47.758	-4.579	-1.49
O	47.161	-3.697	-3.906
O	-47.42	-1.17	23.099
O	44.985	-6.854	23.424
O	44.074	-6.554	-1.287
O	29.561	6.711	-5.504
O	-45.198	4.341	-2.545
O	-16.162	4.405	-3.275
O	46.599	-3.796	25.664
O	41.07	-2.401	25.411
O	48.085	6.63	-1.309
O	41.432	-1.501	-5.445
O	-41.776	-4.411	-5.531
O	-47.696	-6.629	-1.49
O	47.964	1.912	23.073
O	-47.364	-4.159	-5.823
O	45.88	-5.765	-2.905
O	-44.231	-2.506	25.136
O	-43.429	-5.284	-3.545
O	-18.911	-5.415	-3.385
O	42.215	3.995	-5.638
O	-47.936	-0.516	25.541
O	-46.777	-5.292	-3.542
O	48.409	7.599	-3.773
O	-45.106	-6.606	-1.997
O	47.336	-4.317	23.177
O	-46.638	2.31	-3.226
O	45.683	-6.675	25.924
O	-45.663	-3.007	-4.064
O	-47.928	1.945	24.758
O	43.13	-2.696	-3.614
O	-46.315	7.998	-0.198
O	43.778	2.378	25.241
O	44.325	-7.791	-3.624
O	4.015	-6.58	-2.474
O	-34.93	4.901	25.055
O	-42.705	1.184	-3.22
O	47.447	1.909	-6.526
O	-48.25	0.235	-3.407
O	-40.886	0.022	22.205
O	-29.162	-7.876	25.767
O	48.846	2.587	-4.074
O	46.287	5.389	22.253
O	-8.419	5.203	-4.808
O	-40.862	-8.102	-0.48
O	43.427	-5.413	-3.719
O	44.644	-2.08	25.76
O	-40.329	-2.791	25.649
O	-43.011	-2.741	-3.947
O	45.224	0.978	-5.507
O	-43.373	5.805	-3.57
O	-41.723	4.552	23.019
O	-42.645	-7.311	22.784
O	-45.43	2.67	-6.786
O	28.743	-4.183	-2.474
O	-32.713	-2.849	21.795
O	-35.472	2.366	26.001
O	-36.928	-1.749	23.225
O	-28.839	-1.333	-5.751
O	-25.378	0.949	-5.76
O	-31.912	-7.064	22.841
O	-37.088	5.59	26.116
O	-11.864	-0.885	-3.153
O	-30.942	3.397	-3.656
O	-29.424	-5.264	25.941
O	-39.991	6.508	22.989
O	-24.453	-5.561	22.077
O	-39.032	-3.978	-1.475
O	-31.691	3.471	23
O	-33.324	6.982	22.895
O	-35.379	0.039	22.114
O	-28.91	3.227	24.994
O	-31.963	-1.095	-1.212
O	-27.852	6.306	-0.994
O	-24.605	-2.913	-0.288
O	-33.9	0.747	-1.075
O	-25.912	-2.23	-3.705
O	-30.849	-3.436	24.922
O	-29.269	-1.27	-3.118
O	-10.738	2.45	-4.568
O	-22.632	-2.189	-2.075
O	-26.296	4.239	-1.493
O	-34.797	5.694	-3.305
O	48.131	-1.774	-5.466
O	-37.043	3.523	22.99
O	-33.319	-2.683	24.524
O	-32.165	1.508	-4.982
O	-27.208	2.766	22.172
O	-40.783	2.686	-4.324
O	-33.441	-5.184	25.44
O	-29.951	-5.446	22.129
O	-26.399	-6.494	-1.155
O	12.347	6.78	-5.791
O	-35.919	6.479	-5.492
O	-33.43	-7.718	24.861
O	-27.269	4.45	-5.625
O	-39.146	6.444	-1.364
O	-28.12	-4.414	-1.188
O	-35.323	8.19	-0.173
O	-32.814	-4.251	-3.811
O	-40.321	-5.474	25.124
O	-30.438	-7.874	-3.812
O	-39.332	4.199	24.054
O	-38.906	-0.788	24.678
O	-36.837	-0.16	-0.835
O	-30.014	2.617	-0.181
O	-27.138	-6.436	25.034
O	-27.391	1.048	25.288
O	-40.541	0.027	-3.956
O	-33.742	-1.611	-5.668
O	-24.586	-7.301	25.193
O	-36.447	0.131	24.993
O	-26.052	-1	-1.377
O	-36.806	1.875	-2.574
O	-27.08	4.841	25.947
O	-29.005	1.238	23.23
O	-28.523	-6.499	-2.681
O	-38.203	8.133	22.048
O	-39.661	-3.702	23.258
O	-36.469	3.99	-4.331
O	-42.185	-3.944	24.211
O	-22.818	0.486	-1.36
O	-25.196	-0.028	25.706
O	-26.302	-1.754	22.958
O	-13.452	-5.228	26.011
O	27.469	-0.076	-3.592
O	-35.486	2.764	-0.351
O	-32.737	7.217	-3.885
O	-29.868	0.892	25.762
O	-28.019	-3.798	22.965
O	-37.103	1.591	-5.092
O	-33.366	3.667	-5.811
O	-39.081	1.822	22.951
O	-24.455	2.516	-0.589
O	-41.032	5.732	25.29
O	-28.825	7.949	-6.213
O	-30.027	-2.755	-0.402
O	38.408	-6.02	-6.425
O	-11.661	0.891	-1.225
O	-30.079	5.392	22.166
O	-33.758	-4.025	-1.406
O	-34.93	-2.817	-3.533
O	-31.218	-1.458	23.215
O	-36.508	-6.678	23.181
O	-36.805	-6.64	-1.602
O	-29.397	5.818	25.357
O	-28.858	4.202	-2.223
O	-27.177	0.155	-3.472
O	11.998	3.541	23.064
O	-20.46	1.702	-3.928
O	-33.494	6.802	-1.378
O	-38.48	-0.75	-5.415
O	-10.892	2.82	22.245
O	-12.539	-7.699	25.574
O	-33.918	2.077	22.931
O	-31.778	-4.561	-6.159
O	-38.63	-4.84	-3.885
O	28.015	4.465	-1.447
O	-26.409	-4.817	-3.09
O	-33.559	-0.615	-3.271
O	-17.016	-2.637	24.567
O	-31.652	-1.084	25.73
O	-30.46	-5.299	-3.938
O	-30.493	5.95	-3.239
O	47.946	5.018	-3.411
O	-34.275	-4.576	22.964
O	-37.2	-2.242	25.935
O	-35.682	-6.653	25.643
O	-30.739	-2.788	-4.582
O	-31.957	1.118	24.306
O	-35.914	-0.668	-4.58
O	-29.76	8.038	-0.339
O	-37.924	2.345	25.204
O	-36.978	-6.82	-4.235
O	-12.736	1.301	23.216
O	-37.397	6.18	-3.313
O	4.505	7.334	23.123
O	-34.641	2.139	-4.06
O	-31.746	1.166	-2.451
O	-24.486	0.006	22.163
O	42.611	-3.803	-5.795
O	-35.341	5.379	22.143
O	-35.089	-5.402	-3.171
O	-24.493	8.094	-0.482
O	-27.46	-2.492	25.136
O	-3.877	7.199	-5.787
O	-33.083	3.214	25.21
O	-28.18	-3.394	-4.33
O	-34.371	1.298	-6.484
O	-27.186	5.856	-3.432
O	-25.448	4.451	23.053
O	-26.036	-7.471	22.945
O	-19.051	2.649	-0.458
O	-14.999	-6.635	-1.425
O	-16.357	-2.829	21.865
O	-20.213	0.259	25.052
O	-20.863	-1.472	23.144
O	-11.89	-1.111	-5.753
O	-9.643	6.74	24.502
O	-15.611	-7.03	22.922
O	-9.693	4.529	-1.422
O	-18.998	-2.529	0.021
O	-14.993	4.707	-1.034
O	34.306	-2.568	25.197
O	-23.801	6.506	22.943
O	-8.092	-5.51	22.059
O	-22.739	-4.579	-1.217
O	-15.636	1.744	24.876
O	-16.921	6.985	23.007
O	-19.048	0.069	22.104
O	-22.989	4.359	-3.019
O	-12.828	5.914	25.344
O	-15.603	-1.294	-1.146
O	-11.729	6.196	-1.229
O	-8.165	-2.778	-0.32
O	-17.429	0.66	-1.067
O	-6.578	-1.691	-2.719
O	-14.516	-3.023	25.239
O	-20.911	4.369	-1.347
O	-8.915	0.747	-5.546
O	-20.603	-0.799	-1.124
O	-19.043	-7.988	-3.255
O	29.414	-3.404	-5.833
O	-20.573	3.467	23.036
O	9.531	-1.286	-2.336
O	-18.801	1.717	-5.947
O	-48.128	-7.296	-5.453
O	-17.149	-5.159	25.365
O	-13.636	-5.427	22.186
O	-9.998	-6.485	-1.271
O	-22.891	-6.096	-5.824
O	-20.494	6.334	-6.045
O	29.243	-0.472	-5.526
O	-46.152	5.668	25.767
O	-20.974	5.93	-3.47
O	-11.581	-4.374	-1.039
O	-18.893	7.978	-0.393
O	-15.877	-2.92	-3.809
O	-23.617	-4.917	25.596
O	-14.256	-7.408	-3.887
O	-22.926	4.229	23.807
O	-22.74	-0.364	24.74
O	-20.432	7.344	24.934
O	-13.506	2.645	-0.345
O	-21.942	-6.904	25.332
O	-11.001	1.14	25.17
O	-24.654	0.085	-3.389
O	-17.219	-1.578	-5.689
O	-24.751	2.751	-4.006
O	-14.684	7.426	24.472
O	28.925	-6.556	-4.844
O	-10.058	-1.188	-1.238
O	-15.005	-1.284	23.325
O	-10.643	4.465	25.356
O	-18.943	5.385	22.236
O	34.741	-5.082	-3.543
O	-21.92	8.105	22.088
O	-23.16	-3.656	23.304
O	-12.836	3.832	-5.159
O	-25.616	-4.013	24.111
O	32.253	-0.823	25.051
O	-8.842	-0.164	25.721
O	-9.991	-1.724	23.036
O	-31.377	4.468	-1.298
O	-22.988	3.987	-5.658
O	-10.704	-5.02	-3.363
O	-16.64	8.005	-4.291
O	-39.585	-2.424	-3.655
O	-11.673	-3.808	22.985
O	-19.265	5.095	25.686
O	-16.889	3.989	-5.741
O	-22.623	1.787	22.897
O	-8.085	2.597	-0.565
O	-14.629	6.799	-5.452
O	-24.628	5.539	25.276
O	-20.435	-6.605	-1.506
O	-13.57	-2.785	-0.346
O	-18.497	6.098	-4.388
O	-12.322	7.791	-5.951
O	-18.788	-3.172	-6.999
O	-13.689	5.429	22.19
O	22.778	6.659	-5.765
O	-18.481	-2.818	-3.721
O	-19.355	-3.78	25.014
O	-20.21	-6.816	23.299
O	-18.707	-8.067	-5.875
O	-29.619	1.178	-3.954
O	-24.939	5.295	-4.595
O	39.017	7.855	-5.323
O	-24.114	-2.4	25.551
O	-17.16	6.145	-1.388
O	-22.905	1.247	-4.927
O	-9.62	-4.139	-5.618
O	-12.474	-6.551	-2.196
O	-17.405	1.901	22.984
O	25.765	-1.479	-2.182
O	-22.45	-4.281	-3.836
O	27.294	2.481	25.385
O	-17.06	-0.658	-3.261
O	-20.437	-3.665	-2.208
O	-15.713	-0.732	25.789
O	-14.905	-4.377	-5.712
O	-14.974	6.64	-2.806
O	-43.051	-6.49	-6.209
O	-18.001	-4.518	22.949
O	-19.285	-6.674	25.659
O	-13.308	-2.749	-4.334
O	-4.508	-1.503	-5.555
O	-34.965	-8.009	-3.024
O	-13.519	7.911	-0.273
O	-21.64	2.478	25.236
O	-21.142	-6.556	-4.034
O	14.428	-5.984	-3.532
O	-15.418	3.639	23.041
O	18.17	3.379	-3.574
O	-16.971	-7.78	25.057
O	-15.169	0.937	-2.345
O	-14.25	-4.873	-3.2
O	6.74	6.696	-5.74
O	-15.447	2.144	-4.608
O	-0.335	-2.542	24.51
O	33.663	-0.783	-1.327
O	-8.162	8.127	-0.445
O	-11.23	-2.545	25.162
O	-21.199	-2.141	25.694
O	-17.286	3.738	24.869
O	12.594	7.423	25.051
O	-10.686	4.892	-6.143
O	-10.568	5.917	-3.592
O	-9.091	4.459	23.219
O	-9.476	-7.454	23.045
O	17.978	-5.247	-3.573
O	-38.968	-6.491	-5.889
O	48.29	-6.068	-3.709
O	-36.191	7.359	24.481
O	14.504	-3.294	-3.724
O	-1.066	6.605	-1.391
O	26.361	8.125	25.325
O	-17.932	2.634	-3.726
O	-43.107	7.196	-5.729
O	-13.051	1.835	-3.501
O	-4.3	0.853	24.123
O	-38.162	-0.396	-2.947
O	-22.609	6.411	-1.417
O	5.519	1.006	25.682
O	22.189	1.299	-3.506
O	-30.944	6.627	-5.714
O	15.849	-2.502	24.554
O	-12.823	3.168	25.149
O	19.229	-5.3	25.876
O	12.248	1.367	-5.623
O	-39.094	4.194	-5.785
O	21.967	0.746	25.483
O	7.978	4.398	-4.82
O	-39.484	4.607	-3.202
O	-6.395	-6.164	-5.862
O	-1.037	-1.207	-5.738
O	-31.191	7.347	24.45
O	-21.563	-0.538	-3.581
O	-26.545	7.3	25.01
O	15.447	-0.813	-3.169

Results
total energy: -609954.561 eV
total energy less fixed offsets of O -438.25, Si -107.07 eV per atom: -35.361 eV

Forces (eV/angstrom) on atoms 1943 to 2629 of the 3024, counted in the order above; the others are left out for length: element, x, y, z
Si	-0.013	-0.014	0.061
Si	0.002	0.008	0.048
Si	0.342	0.326	-0.606
Si	-0.096	-0.228	-0.705
Si	-0.134	-0.132	-0.747
Si	0.252	0.104	-0.657
Si	-0.033	-0.191	-0.728
Si	0.098	0.134	-0.686
Si	-0.076	-0.165	-0.703
Si	0.069	0.156	-0.696
Si	0.113	0.198	-0.715
Si	-0.07	-0.281	-0.714
Si	-0.317	-0.099	-0.708
Si	0.336	0.275	-0.622
Si	-0.156	-0.19	-0.667
Si	0.217	0.091	-0.743
Si	-0.214	-0.046	-0.689
Si	0.018	0.221	-0.685
Si	0.219	0.275	-0.743
Si	-0.264	-0.153	-0.689
Si	0.074	-0.096	0.029
Si	-0.116	-0.084	0.054
Si	0.052	-0.056	-0.049
Si	0.062	0.065	0.069
Si	-0.027	-0.066	0.013
Si	0.126	-0.054	-0.028
Si	0.016	0.036	-0.028
Si	-0.004	0.057	0.127
Si	-0.098	0.142	0.059
Si	-0.062	0.146	0.166
Si	0.042	-0.064	-0.106
Si	0.07	0.024	-0.034
Si	-0.029	-0.006	-0.077
Si	0	-0.046	-0.15
Si	-0.025	0.082	-0.016
Si	0.049	0.005	-0.151
Si	0.026	0.018	0.155
Si	0.101	0.036	0.115
Si	-0.029	0.035	0.078
Si	-0.123	-0.051	0.003
Si	0.049	0.16	-0.029
Si	-0.121	-0.036	-0.079
Si	0.076	-0.013	-0.144
Si	0.076	-0.143	0.089
Si	0.007	0.069	0.131
Si	-0.04	0.097	0.033
Si	0.108	-0.021	-0.022
Si	-0.019	-0.12	0
Si	-0.023	0.012	-0.044
Si	0.048	-0.057	0.176
Si	0.029	0.052	0.034
Si	0.049	0.116	-0.171
Si	0.067	0.019	-0.091
Si	0.025	-0.106	0.141
Si	-0.171	0.045	0.173
Si	0.004	0.024	0.083
Si	-0.032	-0.015	-0.205
Si	-0.001	-0.08	0.121
Si	0.052	0.028	-0.089
Si	0.046	0.024	0.098
Si	0.046	0.03	-0.153
Si	0.041	-0.051	0.002
Si	-0.035	-0.057	-0.004
Si	-0.092	-0.047	-0.089
Si	0.033	-0.071	-0.115
Si	0.064	0.09	-0.005
Si	-0.018	-0.011	-0.189
Si	-0.015	0.052	0.043
Si	-0.059	-0.02	-0.14
Si	0.04	-0.063	0.044
Si	-0.121	-0.029	-0.07
Si	-0.002	0.009	-0.056
Si	0.007	0.085	-0.025
Si	-0.087	-0.009	0.065
Si	0.02	-0.003	-0.002
Si	0.003	0.009	0.004
Si	0.021	-0.007	-0.005
Si	-0.006	0.015	-0.004
Si	-0.002	-0.004	0.008
Si	-0.008	0.013	0.006
Si	0.009	0.001	-0.006
Si	0.001	-0.008	0.012
Si	0.009	-0.005	0.006
Si	-0.004	0.007	0.001
Si	0.008	-0.009	-0.001
Si	-0.009	0.006	-0.002
Si	0.012	-0.015	0.002
Si	-0.015	0.006	0.005
Si	0.003	0.001	0
Si	-0.006	0.013	-0.001
Si	0.023	-0.012	0.001
Si	0.004	0.016	-0.001
Si	0.001	-0.003	-0.006
Si	-0.009	0.004	-0.003
Si	-0.006	0.008	0.001
Si	-0.003	-0.003	-0.001
Si	-0.005	-0.008	-0.003
Si	-0.003	-0.01	-0.011
Si	-0.009	0.017	-0.005
Si	-0.007	0.007	-0.003
Si	-0.002	-0.015	-0.003
Si	0.008	0	-0.005
Si	-0.003	-0.004	0
Si	-0.003	-0.003	-0.005
Si	0.002	-0.012	0.002
Si	-0.003	-0.003	-0.01
Si	-0.009	0.005	0.001
Si	0.002	0	0.001
Si	0	0	0.001
Si	-0.005	-0.006	-0.003
Si	0	0	-0.003
Si	0.01	-0.002	0
Si	-0.011	-0.002	0
Si	0.003	0.002	-0.002
Si	0.009	0.004	-0.004
Si	0.004	0.007	0.004
Si	-0.009	-0.013	0.002
Si	0.009	0.012	0.002
Si	-0.003	0.002	-0.003
Si	0.001	0.003	-0.003
Si	-0.003	-0.003	-0.001
Si	0	-0.003	0.001
Si	-0.002	0.004	-0.004
Si	0.002	0.004	-0.002
Si	0.013	0.011	0.004
Si	0.007	0.003	-0.003
Si	-0.002	-0.002	-0.005
Si	0	0	-0.003
Si	-0.003	-0.008	0.001
Si	0.001	0.001	-0.005
Si	0.004	0.003	0.005
Si	-0.005	0.007	-0.001
Si	-0.008	-0.001	-0.002
Si	0.001	-0.007	-0.002
Si	-0.004	-0.003	0
Si	0.004	0.007	-0.009
Si	-0.004	0.004	0.004
Si	-0.008	-0.003	-0.004
Si	-0.007	0.003	0.003
Si	-0.004	0.001	-0.001
Si	0	0.001	0.004
Si	0	-0.004	-0.002
Si	-0.006	0	-0.001
Si	-0.007	0.002	0.001
Si	0.006	0.002	0.002
Si	0.003	-0.001	0.001
Si	0.007	0.002	0
Si	0.003	-0.001	0.002
Si	-0.005	-0.005	-0.002
Si	0.003	0.001	-0.001
Si	0.005	-0.002	-0.001
Si	-0.01	0.002	0.004
Si	0.001	0.002	0.002
Si	-0.007	-0.002	0
Si	0.001	-0.007	0
Si	0.008	0.01	-0.001
Si	0.002	0.006	0
Si	-0.003	-0.002	-0.001
Si	0.005	-0.005	0.002
Si	0.003	0.003	-0.003
Si	0.002	0.006	0
Si	-0.003	0.011	0
Si	0.008	0	0.001
Si	0.004	0	0
Si	-0.003	0.003	0
Si	-0.01	-0.006	-0.007
Si	0	0.002	0.001
Si	-0.004	0.001	-0.002
Si	-0.002	0.003	-0.001
Si	0.001	-0.004	-0.002
Si	0.002	0	-0.003
Si	0.007	0.007	-0.003
Si	-0.003	0.002	-0.002
Si	-0.002	0.003	-0.001
Si	-0.004	-0.002	-0.005
Si	-0.005	-0.004	0.001
Si	-0.002	-0.004	0
Si	0.002	-0.002	-0.004
Si	0.004	-0.006	0.001
Si	-0.001	0.001	-0.005
Si	-0.004	0.001	0.003
Si	-0.005	-0.002	-0.009
Si	-0.011	0.004	0.003
Si	0.016	-0.009	0.004
Si	-0.002	0.001	0.003
Si	-0.005	0.009	0.009
Si	-0.005	-0.001	0.002
Si	0.002	0.003	0.008
Si	0.004	0.003	-0.002
Si	0.003	0	0.006
Si	-0.005	0.001	0.006
Si	0.003	0.002	0
Si	0.002	-0.002	0.001
Si	-0.008	0.009	0.003
Si	0.003	-0.005	0.006
Si	0.003	0.005	0.001
Si	-0.013	0.013	0
Si	0.006	-0.006	0.001
Si	0.003	0.001	0.006
Si	0.016	-0.002	0.002
Si	0.007	0.001	0.001
Si	-0.003	0.003	-0.002
Si	-0.006	-0.004	0.003
Si	0.001	-0.009	0.003
Si	-0.009	0.003	0.004
Si	-0.008	0	0.002
Si	0.001	0	0.006
Si	-0.006	-0.009	0.002
Si	-0.002	-0.005	-0.005
Si	-0.005	0.001	-0.003
Si	-0.001	0.002	0.006
Si	0.004	-0.001	-0.003
Si	-0.005	-0.006	0.007
Si	0.004	0.002	-0.001
Si	0.007	0.001	0.008
Si	0.003	-0.002	-0.002
Si	-0.011	0.003	0.001
Si	0.002	-0.003	0.005
O	0.038	-0.05	-0.059
O	0.04	-0.024	0.026
O	-0.27	-0.51	-0.159
O	0.095	-0.458	0.048
O	0.393	0.548	0.128
O	-0.191	-0.199	-0.011
O	-0.553	0.353	-0.14
O	0.139	0.491	0.085
O	-0.101	0.15	-0.478
O	-0.604	0.682	-0.177
O	-0.524	-0.171	-0.031
O	-0.016	-0.409	0.311
O	0.189	-0.183	0.365
O	0.081	-0.06	-0.325
O	0.079	0.193	0.157
O	-0.345	-0.063	0.325
O	-0.146	0.222	0.269
O	-0.257	-0.469	0.045
O	-0.446	-0.085	-0.036
O	-0.337	-0.394	-0.328
O	0.157	0.463	0.169
O	-0.161	-0.194	-0.072
O	-0.333	0.139	-0.68
O	0.549	-0.204	0.225
O	0.177	-0.129	-0.386
O	-0.289	-0.395	0.586
O	0.182	-0.106	-0.28
O	-0.324	0.015	-0.174
O	0.002	-0.211	-0.313
O	0.433	0.511	-0.046
O	0.074	0.14	0.396
O	-0.228	-0.127	0.151
O	-0.431	-0.088	0.56
O	-0.371	-0.337	0.387
O	-0.262	-0.053	0.196
O	0.3	0.109	0.332
O	-0.284	-0.205	0.346
O	0.056	-0.178	-0.011
O	-0.189	-0.348	0.096
O	0.664	0.232	-0.362
O	-0.211	-0.294	0.014
O	0.46	-0.305	-0.062
O	0.166	0.022	-0.236
O	0.034	-0.005	-0.034
O	0.062	0.104	-0.26
O	0.204	-0.068	0.359
O	-0.319	0.108	0.34
O	0.09	0.328	-0.341
O	-0.435	-0.359	-0.364
O	-0.38	-0.17	-0.276
O	0.049	-0.182	-0.104
O	-0.191	-0.025	-0.309
O	0.303	0.556	-0.121
O	-0.172	-0.316	0.046
O	0.162	-0.047	0.058
O	0.328	-0.502	-0.287
O	0.41	-0.056	0.261
O	0.502	-0.106	-0.277
O	-0.293	0.044	-0.029
O	0.215	0.061	-0.022
O	0.13	-0.197	0.537
O	0.35	-0.057	0.083
O	-0.025	-0.453	-0.397
O	-0.01	0.208	-0.247
O	-0.032	0.285	-0.693
O	0	0.45	0.545
O	-0.093	-0.327	-0.305
O	0.136	-0.37	0.035
O	0.235	-0.13	-0.455
O	-0.081	-0.366	-0.266
O	0.224	-0.225	0.277
O	-0.376	-0.228	0.318
O	-0.049	0.39	0.371
O	0.338	0.428	0.431
O	-0.435	0.321	0.311
O	-0.185	0.145	-0.28
O	-0.421	0.18	-0.186
O	0.378	-0.237	-0.12
O	-0.051	0.125	0.737
O	-0.243	0.014	-0.263
O	0.106	-0.685	0.124
O	-0.071	-0.144	0.328
O	-0.46	-0.068	-0.547
O	0.095	-0.107	0.243
O	-0.174	0.186	-0.197
O	0.062	-0.051	0.336
O	0.178	0.271	0.148
O	0.089	0.397	0.031
O	0.009	0.131	-0.447
O	0.001	-0.08	-0.502
O	0.052	-0.398	-0.01
O	-0.441	-0.116	-0.188
O	-0.293	-0.123	0.566
O	0.42	0.358	-0.516
O	0.819	-0.091	0.008
O	0.067	0.141	-0.368
O	-0.377	0.113	0.216
O	-0.151	-0.497	0.391
O	-0.251	-0.779	-0.084
O	-0.111	-0.406	-0.403
O	-0.511	0.2	-0.235
O	0.218	0.398	0.24
O	0.428	0.031	-0.086
O	-0.453	-0.405	0.273
O	-0.018	-0.084	-0.139
O	-0.324	0.266	0.229
O	-0.13	-0.439	0.053
O	-0.143	-0.229	-0.244
O	-0.754	0.195	0.275
O	-0.664	-0.015	0.15
O	-0.604	0.391	0.383
O	-0.165	0.335	-0.03
O	-0.145	0.36	-0.139
O	0.08	-0.11	0.387
O	0.277	0.034	0.458
O	0.11	-0.361	-0.225
O	0.017	0.089	-0.091
O	-0.105	-0.086	0.244
O	0.293	0.11	-0.023
O	0.126	0.065	-0.743
O	-0.09	0.099	-0.073
O	-0.327	0.075	0.391
O	0.449	0.341	0.235
O	-0.004	0.01	-0.62
O	-0.147	-0.194	0.156
O	-0.551	0.218	0.013
O	-0.391	0.166	0.297
O	0.232	-0.177	0.381
O	-0.192	0.389	0.138
O	0.613	0.283	0.108
O	0.007	-0.268	-0.092
O	0.384	-0.309	0.166
O	-0.364	-0.145	0.079
O	-0.136	0.084	0.076
O	-0.165	-0.154	-0.307
O	-0.219	0.365	0.088
O	0.167	-0.311	-0.23
O	0.15	0.13	-0.16
O	-0.629	0.194	-0.125
O	-0.107	-0.021	0.459
O	0.186	0.328	0.458
O	-0.009	-0.044	0.2
O	-0.326	0.193	-0.413
O	0.249	0.371	0.277
O	-0.207	-0.408	0.269
O	0.088	-0.153	0.533
O	-0.254	0.165	0.445
O	-0.274	-0.296	0.119
O	-0.234	-0.327	-0.014
O	0.033	0.183	-0.222
O	0.133	-0.184	0.098
O	0.05	0.075	-0.123
O	0.39	-0.517	-0.018
O	0.098	0.12	-0.427
O	-0.067	-0.305	0.332
O	0.225	-0.073	-0.021
O	-0.102	0.301	-0.062
O	0.211	-0.087	-0.26
O	-0.5	0.121	-0.009
O	0.132	-0.11	-0.092
O	-0.238	0.293	0.39
O	0.213	-0.504	-0.309
O	-0.184	-0.041	0.53
O	0.123	0.164	0.209
O	0.896	0.175	0.142
O	0.161	0.004	0.386
O	-0.148	0.042	-0.516
O	-0.196	-0.27	0.333
O	0.502	0.297	-0.106
O	-0.257	0.027	0.234
O	0.188	-0.584	0.002
O	0.2	0.065	-0.242
O	0.142	0.123	-0.162
O	0.042	-0.034	-0.331
O	0.311	0.306	0.339
O	-0.32	-0.206	0.06
O	0.009	0.043	-0.257
O	0.191	0.018	-0.008
O	-0.067	0.54	-0.309
O	0.171	-0.138	-0.527
O	-0.096	0.232	-0.184
O	-0.305	0.291	-0.412
O	0.128	0.19	-0.38
O	0.069	-0.193	-0.366
O	0.595	0.363	-0.145
O	-0.029	0.023	0.523
O	-0.283	-0.545	0.246
O	0.657	0.082	-0.37
O	-0.551	0.368	-0.292
O	0.008	-0.052	0.302
O	0.143	-0.32	0.202
O	-0.489	-0.36	0.128
O	0.584	0.039	-0.442
O	-0.269	0.311	0.281
O	0.422	-0.06	0.399
O	0.81	-0.016	-0.106
O	-0.075	-0.473	-0.151
O	-0.066	0.141	-0.212
O	-0.189	0.421	-0.385
O	-0.231	0.369	0.125
O	0.049	0.16	-0.533
O	-0.165	-0.057	0.299
O	-0.092	-0.07	-0.514
O	-0.151	-0.169	-0.37
O	0.16	-0.252	0.163
O	0.121	-0.011	0.551
O	0.147	-0.017	0.449
O	-0.033	0.603	0.188
O	0.269	-0.168	0.325
O	-0.08	0.095	-0.526
O	-0.423	-0.152	-0.273
O	0.139	-0.298	0.782
O	0.045	0.467	0.418
O	-0.007	-0.061	-0.477
O	-0.073	-0.367	0.126
O	0.241	-0.211	0.016
O	-0.12	-0.098	-0.345
O	-0.164	0.029	0.338
O	0.615	-0.249	0.034
O	0.001	-0.619	-0.215
O	0.103	0.231	0.162
O	0.869	0.137	0.104
O	-0.226	-0.35	-0.215
O	0.145	-0.441	-0.013
O	-0.388	-0.244	0.175
O	-0.337	-0.229	-0.007
O	-0.346	-0.029	0.569
O	0.81	0.02	0.018
O	0.071	-0.121	-0.541
O	0.778	-0.07	-0.079
O	-0.32	0.392	-0.148
O	0.059	0.11	0.268
O	-0.54	0.18	-0.138
O	-0.523	0.121	-0.06
O	-0.09	-0.031	0.245
O	0.076	-0.263	-0.027
O	-0.109	0.53	0.05
O	-0.092	-0.037	0.6
O	0.23	-0.273	-0.315
O	0.51	0.166	-0.069
O	0.213	-0.129	-0.432
O	-0.494	-0.3	0.212
O	0.02	0.146	0.418
O	0.026	0.118	0.242
O	0.13	-0.132	-0.047
O	0.032	-0.11	0.152
O	0.159	-0.215	-0.034
O	-0.117	-0.195	-0.676
O	-0.102	-0.201	-0.109
O	0.025	-0.383	0.012
O	-0.021	0.002	-0.055
O	0.174	0.335	-0.281
O	0.053	0.149	0.016
O	0.335	-0.107	0.454
O	0.221	0.235	0.407
O	0.211	0.006	0.248
O	0.33	-0.03	-0.13
O	0.03	0.094	-0.249
O	0.05	0.039	0.323
O	-0.144	0.131	-0.551
O	-0.645	0.118	-0.206
O	-0.269	-0.118	0.254
O	0.418	0.409	0.088
O	0.055	0.057	-0.409
O	0.018	-0.395	0.232
O	-0.19	0.356	-0.054
O	-0.171	-0.218	0.134
O	-0.211	-0.623	0.181
O	-0.056	-0.529	-0.161
O	0.302	0.513	0.241
O	-0.226	-0.121	0.236
O	-0.465	0.104	-0.089
O	-0.005	-0.398	-0.115
O	0.043	0.506	0.011
O	0.573	-0.31	0.326
O	0.237	-0.264	0.305
O	-0.178	0.059	-0.313
O	-0.007	0.031	-0.165
O	-0.158	0.428	-0.045
O	-0.495	0.174	-0.002
O	0.157	0.232	-0.006
O	0.489	-0.045	0.277
O	-0.091	0.231	-0.327
O	-0.034	0.345	0.531
O	0.466	-0.211	0.284
O	0.138	0.144	0.483
O	0.148	-0.292	0.323
O	0.101	-0.174	0.246
O	0.342	-0.493	0.405
O	-0.073	0.313	-0.227
O	0.02	-0.098	-0.385
O	0.007	0.137	-0.109
O	-0.329	0.002	0.303
O	-0.354	-0.086	-0.561
O	-0.427	-0.017	-0.3
O	-0.054	-0.053	-0.394
O	-0.269	0.086	0.25
O	0.24	0.025	-0.738
O	0.091	-0.615	-0.22
O	0.47	0.645	-0.201
O	0.41	-0.303	0.564
O	-0.829	-0.066	-0.468
O	-0.474	0.121	0.203
O	-0.103	-0.073	0.203
O	-0.718	-0.246	-0.043
O	0.26	0.243	0.179
O	-0.001	-0.146	0.338
O	0.241	-0.023	-0.047
O	-0.161	-0.243	0.418
O	-0.078	-0.049	0.578
O	0.459	-0.134	0.257
O	0.116	-0.014	-0.236
O	0.276	0.1	-0.428
O	0.173	0.17	-0.211
O	-0.011	0.016	-0.235
O	0.051	0.098	0.396
O	0.635	0.031	-0.164
O	-0.367	0.269	-0.348
O	0.062	0.165	0.107
O	-0.092	0.388	-0.554
O	0.032	0.224	-0.058
O	-0.284	0.122	-0.25
O	0.028	0.434	-0.197
O	0.26	0.143	-0.428
O	0.186	-0.139	-0.321
O	-0.504	0.421	0.207
O	0.385	-0.164	0.292
O	0.114	0.187	-0.097
O	-0.115	0.068	-0.176
O	-0.115	-0.134	-0.457
O	0.265	-0.278	0.03
O	-0.36	-0.268	-0.056
O	-0.217	0.5	-0.374
O	0.043	-0.03	-0.469
O	-0.269	-0.065	0.329
O	0.347	0.156	0.304
O	0.635	0.328	0.029
O	-0.012	-0.467	0.188
O	0.152	0.344	-0.321
O	0.108	0.213	-0.311
O	0.015	0.238	0.218
O	0.092	0.041	-0.616
O	0.217	0.119	0.083
O	0.205	-0.057	-0.437
O	-0.172	-0.364	-0.442
O	0.162	-0.2	-0.536
O	-0.334	0.03	0.043
O	-0.431	0.077	0.289
O	-0.068	0.068	-0.099
O	-0.052	-0.019	0.618
O	-0.134	-0.091	-0.383
O	-0.073	-0.516	-0.172
O	0.207	0.15	0.4
O	-0.077	0.298	0.404
O	0.12	-0.117	-0.246
O	-0.121	0.137	0.392
O	-0.049	0.277	0.495
O	-0.102	-0.249	-0.292
O	-0.084	-0.174	0.105
O	0.444	-0.554	-0.119
O	0.547	0.463	-0.057
O	0.569	0.361	-0.092
O	-0.251	-0.314	0.35
O	-0.053	-0.517	-0.195
O	0.647	0.542	0.224
O	0.141	-0.542	0.053
O	0.28	0.048	-0.022
O	0.369	-0.361	0.357
O	0.072	-0.135	0.496
O	0.478	0.135	0.123
O	0.49	0.157	0.067
O	0.302	0.084	-0.238
O	-0.411	0.169	-0.102
O	-0.258	-0.314	0.326
O	-0.222	-0.015	-0.068
O	0.193	0.032	-0.424
O	0.076	0.019	-0.31
O	0.407	0.098	-0.049
O	-0.047	0.345	-0.516
O	-0.008	0.525	0.199
O	0.537	-0.105	0.365
O	-0.431	0.337	-0.223
O	0.254	0.148	0.211
O	-0.416	-0.044	0.007
O	-0.358	0.236	0.155
O	-0.067	-0.034	-0.253
O	-0.112	-0.054	0.572
O	-0.054	0.164	0.212
O	-0.154	0.022	-0.519
O	0.019	0.183	-0.38
O	0.026	-0.037	-0.253
O	-0.67	-0.101	0.362
O	0.012	-0.394	0.543
O	-0.172	-0.284	0.098
O	0.054	-0.297	-0.088
O	0.219	0.199	0.25
O	0.373	-0.36	-0.264
O	-0.319	0.009	0.026
O	-0.117	-0.153	0.261
O	0.675	0.366	-0.158
O	-0.165	-0.172	-0.644
O	-0.149	0.071	0.443
O	0.286	0.061	-0.237
O	-0.035	-0.414	0.276
O	-0.119	0.134	-0.118
O	-0.334	-0.374	-0.18
O	-0.204	-0.501	-0.162
O	0.285	-0.084	0.342
O	0.435	0.035	-0.326
O	-0.145	0.501	0.082
O	-0.399	0.012	0.199
O	-0.075	-0.177	-0.103
O	0.415	-0.342	-0.193
O	-0.338	0.128	0.601
O	-0.068	-0.115	0.046
O	0.414	-0.312	0.053
O	0.055	-0.325	0.091
O	0.144	0.145	0.028
O	0.042	0.237	0.006
O	-0.016	-0.204	0.588
O	0.573	-0.313	-0.426
O	-0.302	0.192	-0.178
O	-0.354	0.359	-0.222
O	0.165	0.593	-0.244
O	-0.36	0.205	0.313
O	-0.277	0.092	0.598
O	0.261	-0.441	-0.219
O	-0.23	0.21	0.293
O	0.321	-0.174	0.397
O	0.033	0.127	0.258
O	0.047	-0.513	-0.015
O	-0.408	0.342	-0.173
O	-0.111	-0.017	-0.037
O	-0.093	0.218	-0.361
O	-0.133	0.031	-0.283
O	-0.068	0.15	-0.384
O	-0.137	-0.271	0.345
O	0.365	0.037	-0.194
O	-0.549	0.024	0.059
O	-0.136	0.191	-0.526
O	-0.398	0.364	-0.059
O	0.047	0.438	-0.048
O	0.19	0.339	-0.231
O	-0.002	-0.103	-0.479
O	0.386	-0.035	0.141
O	-0.46	0.311	0.051
O	0.071	0.165	0.088
O	-0.157	0.022	0.157
O	0.283	-0.098	0.348
O	0.15	-0.38	0.268
O	0.219	0.063	0.196
O	0.11	0.033	-0.44
O	-0.381	-0.333	0.339
O	0.084	-0.346	-0.216
O	-0.092	0.723	0.04
O	-0.09	0.116	-0.461
O	0.463	0.259	-0.135
O	0.362	0.332	-0.328
O	0.096	0.049	-0.475
O	0.093	-0.123	0.204
O	0.227	0.294	0.464
O	-0.021	-0.436	0.21
O	0.342	-0.002	-0.05
O	-0.188	0.434	-0.321
O	0.034	0.296	-0.431
O	0.06	-0.079	-0.237
O	0.022	0.047	-0.16
O	0.084	0.179	-0.393
O	0.236	0.237	0.595
